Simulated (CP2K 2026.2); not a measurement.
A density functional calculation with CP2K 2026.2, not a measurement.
Periodic cell of 2016 atoms, Si1440O576, from a study of silicon, its oxide and their interface. The atomic structure is a simulated model.
Doubt: the forces sum to 4.27 eV/angstrom along one axis rather than to zero, so they err by at least 0.0021 eV/angstrom per atom on average; the grid cutoff is modest.

Settings
functional: PBE
method: Gaussian and plane waves
basis set: DZVP-MOLOPT-SR-GTH
pseudopotentials: GTH-PBE
grid cutoff: 300 Ry, relative cutoff 40 Ry
k points: Gamma only
occupations: fixed
spin: none
net charge: 0

Cell vectors (angstrom)
a 65.28 0 0
b 0 16.32 0
c 2.4989 -1.2153 33.5196

Atoms and the computed forces on them: element, x, y, z (angstrom), force x, y, z (eV/angstrom)
Si 1.754 -1.798 0.087 -0.096 0.347 0.779
Si 4.352 1.262 0.135 -0.161 0.125 0.753
Si 1.115 4.106 0.188 0.369 -0.083 0.697
Si 4.513 6.555 -0.02 -0.324 0.256 0.706
Si 1.166 -6.553 0.227 0.033 -0.063 0.61
Si 4.106 -3.897 0.052 0.082 -0.274 0.712
Si 6.483 -1.058 -0.017 0.384 -0.14 0.7
Si 10.039 1.119 -0.056 -0.281 0.173 0.729
Si 6.824 4.418 0.249 -0.004 -0.236 0.697
Si 9.36 7.203 -0.104 0.247 -0.279 0.669
Si 7.061 9.429 -0.024 -0.191 0.218 0.783
Si -7.133 -3.824 -0.104 0.216 -0.195 0.759
Si -4.367 -1.209 -0.033 0.184 -0.054 0.681
Si -1.435 1.444 0.04 0.116 -0.221 0.656
Si -3.621 3.71 0.046 -0.258 0.052 0.708
Si -1.103 6.334 0.189 -0.118 0.352 0.727
Si -3.729 -6.708 -0.002 -0.169 -0.221 0.684
Si -0.939 -4.271 0.191 -0.123 0.033 0.658
Si 2.766 -0.015 1.313 0.025 -0.001 -0.061
Si 5.605 2.769 1.406 -0.013 0.01 -0.044
Si 2.83 5.4 1.254 -0.014 0.004 -0.071
Si 5.529 8.22 1.306 0.022 0.011 -0.026
Si 2.849 -5.42 1.39 0.01 -0.004 -0.04
Si 5.524 -2.652 1.419 -0.003 0.002 -0.039
Si 8.279 0.022 1.145 -0.014 0.004 -0.034
Si -5.367 2.632 1.224 0.025 -0.003 -0.044
Si 8.371 5.626 1.425 0.031 0.024 -0.055
Si -5.315 8.176 1.127 -0.012 0.006 -0.042
Si 8.209 11.092 1.213 0.03 -0.041 -0.051
Si -5.514 -2.75 1.277 -0.017 -0.019 -0.035
Si -2.693 -0.106 1.263 -0.035 -0.011 -0.044
Si 0 2.593 1.514 -0.014 -0.031 -0.039
Si -2.671 5.281 1.501 -0.033 -0.003 -0.027
Si -0.018 8.111 1.392 -0.022 -0.016 -0.029
Si -2.578 -5.373 1.472 0.038 0.024 -0.043
Si 0.201 -2.772 1.527 -0.015 0.018 -0.064
Si 1.442 1.285 2.758 0.049 -0.003 0.023
Si 4.166 4.098 2.71 -0.008 -0.011 0.033
Si 1.476 6.784 2.665 -0.015 -0.025 0.009
Si 4.169 9.511 2.714 0.011 -0.001 0.017
Si 1.535 -4.117 2.857 0.009 -0.017 0.045
Si 4.13 -1.322 2.75 -0.031 0 0.063
Si 6.992 1.367 2.665 -0.003 -0.021 0.01
Si 9.655 4.134 2.709 -0.005 -0.017 0.02
Si 6.909 6.917 2.738 -0.014 0.009 0.04
Si 9.591 9.674 2.611 -0.013 0.01 0.011
Si 6.889 12.299 2.722 0.011 -0.01 -0.008
Si -6.802 -1.413 2.735 0.011 0.012 0.031
Si -4.025 1.297 2.662 0.02 -0.008 0.027
Si -1.301 3.991 2.871 0.001 -0.01 0.036
Si -4.09 6.775 2.624 0.011 0.061 0.011
Si -1.322 -6.847 2.793 0.007 -0.003 0.031
Si -4.065 -4.027 2.667 -0.006 0.006 0.015
Si -1.294 -1.379 2.686 0.004 0.018 0.01
Si 0.044 -0.031 4.095 -0.02 -0.009 -0.006
Si 2.811 2.713 4.065 0.008 0.01 -0.014
Si 0.111 5.433 4.075 0 0.017 -0.018
Si 2.803 8.148 4.065 -0.014 -0.014 -0.008
Si 0.088 -5.486 4.116 -0.005 -0.009 -0.012
Si 2.834 -2.692 4.164 -0.007 0.029 0.003
Si 5.568 0.038 4.041 0 -0.001 -0.008
Si 8.277 2.759 4.055 0.003 0.011 0.023
Si 5.538 5.484 4.053 0.009 -0.009 -0.014
Si 8.263 8.296 4.054 0.002 0.008 -0.024
Si 5.529 10.904 4.059 -0.022 0.014 0.012
Si 8.277 -2.669 4.044 0.013 0.023 -0.003
Si -5.403 -0.033 4.039 0.002 0.004 -0.002
Si -2.716 2.639 4.116 -0.023 -0.024 0.019
Si -5.46 5.41 3.952 0.015 -0.024 0.018
Si -2.731 8.115 4.058 -0.006 -0.013 -0.008
Si -5.384 -5.435 4.017 -0.033 0.008 0.015
Si -2.68 -2.708 4.044 -0.007 -0.015 0.014
Si 1.402 -1.322 16.234 0.007 -0.008 -0.011
Si 4.105 1.426 16.287 -0.003 -0.01 -0.008
Si 1.352 4.129 16.309 0.007 -0.002 0
Si 4.099 6.866 16.298 -0.001 0 -0.01
Si 1.397 -6.733 16.315 0.01 0.001 -0.005
Si 4.105 -4.042 16.311 -0.004 0.002 -0.002
Si 6.84 -1.293 16.343 -0.002 0.01 -0.003
Si -6.797 1.393 16.248 0.007 0.001 -0.004
Si 6.87 4.16 16.365 0.013 0.016 0.005
Si -6.793 6.821 16.272 0.005 0.008 -0.004
Si 6.837 9.543 16.356 -0.004 0.007 -0.015
Si -6.76 -4.06 16.228 0 -0.007 -0.011
Si -4.052 -1.32 16.286 0.006 0.011 -0.002
Si -1.376 1.411 16.232 0.001 -0.004 -0.002
Si -4.091 4.149 16.259 0.002 0.001 -0.001
Si -1.367 6.835 16.303 0.007 -0.004 -0.011
Si -4.058 9.537 16.291 0.004 0.003 0.003
Si -1.35 -4.031 16.288 -0.005 -0.007 -0.005
Si 2.693 0.085 17.599 0.007 0.005 0.022
Si 5.51 2.752 17.639 0.002 -0.007 -0.014
Si 2.731 5.514 17.634 -0.016 0.008 0.009
Si 5.438 8.206 17.7 0.006 -0.009 -0.006
Si 2.758 -5.378 17.714 -0.006 -0.001 -0.006
Si 5.446 -2.651 17.65 -0.003 0 0.017
Si 8.201 0.056 17.74 -0.009 -0.013 -0.004
Si -5.468 2.797 17.593 -0.018 0.01 0.009
Si 8.184 5.507 17.823 -0.003 0 0.02
Si -5.432 8.177 17.655 -0.013 0.007 -0.002
Si 8.227 10.879 17.707 0.006 -0.008 0.008
Si -5.441 -2.685 17.615 0.01 -0.02 -0.01
Si -2.677 0.057 17.638 -0.009 -0.012 0.011
Si -0.09 2.788 17.623 -0.009 0.003 -0.016
Si -2.76 5.495 17.674 -0.007 0.007 -0.007
Si 0.014 -8.109 17.625 -0.006 -0.009 -0.009
Si -2.723 -5.388 17.651 0.009 0.013 0.003
Si 0.064 -2.671 17.602 -0.01 0.007 -0.011
Si 1.24 1.396 18.932 -0.016 -0.05 -0.025
Si 4.129 4.121 18.91 -0.001 0.026 -0.034
Si 1.36 6.868 19.003 0.004 0.003 -0.032
Si 4.113 -6.752 19.086 -0.002 -0.001 -0.002
Si 1.39 -3.98 19.039 0.006 0.002 -0.019
Si 4.081 -1.222 18.953 0.011 -0.014 -0.04
Si 6.855 1.44 19.072 0.002 0.023 -0.02
Si -6.856 4.093 19.011 0.003 -0.021 -0.019
Si 6.755 6.898 19.14 0.008 -0.011 -0.02
Si -6.764 9.535 19.032 0 0.019 -0.015
Si 6.848 -4.035 18.946 -0.016 0.017 -0.039
Si 9.563 -1.275 19.13 0.028 -0.001 -0.009
Si -4.069 1.476 18.919 0.019 0.011 -0.043
Si -1.421 4.143 19.045 0.009 -0.03 -0.01
Si -4.126 6.822 19.078 -0.008 0.003 0.01
Si -1.32 -6.734 18.981 0.008 -0.003 -0.016
Si -4.108 -4.027 19.008 -0.009 -0.018 0.001
Si -1.236 -1.294 18.966 0.025 0.036 -0.03
Si -0.007 0.085 20.476 0.015 -0.006 0.05
Si 2.645 2.801 20.104 -0.006 0.013 0.035
Si -0.033 5.504 20.356 0.006 0.02 0.058
Si 2.723 8.208 20.42 -0.01 -0.001 0.057
Si 0.065 -5.382 20.38 -0.007 -0.013 0.059
Si 2.701 -2.515 20.34 -0.026 0.008 0.048
Si 5.443 0.11 20.357 -0.022 -0.01 0.057
Si 8.189 2.749 20.515 0.002 -0.007 0.071
Si 5.408 5.41 20.394 0.029 -0.012 0.034
Si 8.069 8.268 20.585 0.004 0.02 0.039
Si 5.517 -5.338 20.352 0.011 -0.023 0.064
Si 8.163 -2.691 20.342 -0.003 -0.007 0.058
Si -5.449 0.118 20.216 -0.02 0.017 0.049
Si -2.804 2.809 20.421 -0.024 0.008 0.059
Si -5.54 5.453 20.432 -0.017 -0.006 0.06
Si -2.714 -8.08 20.338 0.013 -0.001 0.054
Si -5.447 -5.37 20.46 -0.014 -0.013 0.031
Si -2.617 -2.661 20.229 0.007 -0.021 0.01
Si 1.683 -0.941 21.809 -0.297 -0.186 -0.735
Si 3.788 1.347 21.46 0.205 -0.031 -0.693
Si 1.559 4.271 21.542 -0.217 -0.053 -0.713
Si 3.757 6.486 21.629 0.105 0.137 -0.712
Si 1.162 -6.955 21.763 0.299 0.234 -0.694
Si 4.352 -3.667 21.461 -0.066 -0.043 -0.76
Si 6.599 -1.522 21.583 0.088 0.201 -0.692
Si -6.593 1.543 21.692 -0.208 -0.062 -0.702
Si 6.957 4.293 21.785 -0.203 -0.24 -0.765
Si -7.221 6.58 21.648 0.13 0.066 -0.688
Si 7 -6.321 21.91 -0.059 -0.259 -0.723
Si 9.249 -4.088 21.889 0.25 0.065 -0.709
Si -3.794 -1.014 21.358 0.031 0.013 -0.69
Si -1.656 1.244 21.74 0.223 0.169 -0.672
Si -4.456 3.848 21.782 0.154 0.158 -0.722
Si -1.118 7.146 21.645 -0.178 -0.27 -0.767
Si -3.756 -6.484 21.697 -0.262 -0.079 -0.694
Si -1.53 -4.229 21.621 0.124 0.153 -0.666
Si -6.573 3.219 -4.045 -0.028 -0.002 -0.007
Si 0.848 6.502 -6.78 -0.039 0.082 -0.054
Si -1.618 -5.441 -6.072 0.082 0.025 -0.097
Si 3.184 6.006 -2.47 0.005 0.113 0.023
Si -6.394 7.926 -3.071 0.033 -0.008 0.171
Si -6.063 -2.294 -5.035 -0.044 -0.056 -0.009
Si 5.924 1.75 -3.911 -0.026 -0.012 -0.11
Si 7.7 3.905 -2.616 0.084 0.013 -0.018
Si -4.048 -2.048 24.005 0.039 -0.091 0.065
Si -6.447 7.084 24.552 -0.009 0.012 -0.137
Si 10.876 -5.936 -2.288 0.022 -0.07 -0.003
Si 0.394 -1.508 -7.112 0.057 -0.005 0.032
Si 5.088 -2.467 -5.738 -0.014 -0.02 -0.121
Si 5.711 -2.614 25.698 -0.038 -0.03 0.012
Si -2.062 7.811 -6.658 -0.043 0.018 -0.131
Si -5.366 0.704 -5.099 0.031 0.039 -0.051
Si -4.907 -6.742 24.482 0.052 -0.049 -0.048
Si 7.287 -4.03 -4.538 -0.09 -0.011 0.119
Si -1.773 8.082 -1.984 -0.053 -0.11 0.071
Si -4.059 4.297 -2.954 0.049 -0.088 -0.001
Si -2.438 -2.536 -2.058 -0.102 0.047 0.176
Si 3.499 6.836 -5.345 -0.047 -0.012 -0.106
Si 3.261 2.152 -4.893 0.063 0.087 0.028
Si 3.881 -4.45 24.294 0.044 0.082 -0.088
Si 4.041 -0.368 -3.894 -0.11 0.098 0.033
Si 3.391 -6.934 -4.132 0.139 0.054 0.126
Si 4.087 7.153 24.591 -0.038 0.036 -0.056
Si -4.169 4.993 24.694 -0.009 0.094 -0.192
Si 1.414 -1.547 -2.915 -0.025 -0.055 0.029
Si 5.427 2.52 23.728 -0.006 0.044 -0.08
Si 7.979 4.252 -7.223 0.01 -0.047 0.118
Si 2.792 3.064 -1.96 -0.077 -0.091 0.034
Si -0.205 3.089 23.829 -0.02 -0.112 -0.163
Si 6.431 -7.243 24.809 -0.066 -0.097 -0.159
Si -7.549 4.043 -6.776 -0.135 0.03 -0.005
Si -4.813 -0.075 26.182 0.132 0.049 0.056
Si -7.13 -4.578 24.385 -0.133 0.125 0.091
Si -0.863 0.148 -2.771 -0.073 0.031 0.19
Si 0.444 -3.491 -5.124 0 -0.007 0.13
Si 0.995 1.452 26.067 0.032 -0.028 0.021
Si 1.319 -8.124 -2.265 -0.034 -0.125 0.185
Si -10.806 7.742 -6.747 0.075 0.037 -0.052
Si 5.475 -5.474 -2.344 0.1 0.101 0.099
Si -3.783 -4.157 -4.308 -0.004 -0.104 0.154
Si 6.89 -0.232 24.262 0.058 -0.04 -0.101
Si 0.956 -1.251 24.89 0.089 0.038 -0.236
Si -5.648 -5.517 -2.187 0.005 0.047 0.017
Si 5.954 6.325 -6.888 0.043 -0.031 0.061
Si -1.327 -3.06 24.418 -0.061 -0.068 -0.116
Si 1.417 3.563 -7.093 -0.112 -0.063 -0.065
Si 2.268 -6.779 24.707 -0.101 -0.101 -0.056
Si -1.446 5.913 24.479 0.15 0.036 0.109
Si -2.661 1.944 -4.616 -0.104 0.096 -0.016
Si -3.569 7.099 -4.162 -0.014 -0.036 0.075
Si 1.414 -1.36 5.47 0.004 -0.002 0.014
Si 4.193 1.381 5.422 -0.01 -0.007 0.006
Si 1.451 4.071 5.438 0.011 -0.001 0.012
Si 4.171 6.814 5.433 0.008 -0.003 0.009
Si 1.449 9.492 5.456 -0.006 -0.007 0.015
Si 4.197 12.252 5.467 -0.003 -0.016 0.019
Si 6.903 -1.329 5.421 -0.02 -0.004 0.002
Si 9.605 1.383 5.433 -0.002 0.008 -0.002
Si 6.889 4.109 5.413 -0.021 -0.001 0.004
Si 9.58 6.868 5.423 -0.003 0.006 0
Si 6.889 9.583 5.452 0.006 0.003 0.011
Si -6.81 12.217 5.348 -0.003 0.008 -0.011
Si -4.036 -1.361 5.416 0.008 0.019 0.006
Si -1.312 1.328 5.458 -0.003 0.002 0.012
Si -4.091 4.071 5.367 -0.003 0.012 0.015
Si -1.31 6.783 5.398 0.012 -0.002 -0.001
Si -4.055 -6.804 5.4 0.005 -0.005 0.009
Si -1.314 -4.087 5.403 0.009 0.007 -0.005
Si 2.801 0.029 6.784 -0.004 0.002 -0.01
Si 5.528 2.755 6.794 0.009 0.002 -0.007
Si 2.805 5.449 6.792 0.002 -0.006 -0.005
Si 5.523 8.191 6.791 -0.009 0.002 -0.002
Si 2.803 10.885 6.797 0.004 0.005 -0.005
Si 5.55 -2.689 6.806 0.004 -0.008 -0.006
Si 8.237 0.038 6.805 -0.004 0.001 -0.006
Si 10.935 2.74 6.835 0.01 -0.006 -0.002
Si 8.229 5.486 6.787 -0.012 -0.005 -0.007
Si -5.428 8.144 6.725 -0.01 0.004 0.001
Si -8.146 10.854 6.719 0.001 -0.001 -0.003
Si -5.436 -2.735 6.721 -0.005 0 -0.007
Si -2.683 -0.02 6.8 0.005 -0.001 0.006
Si 0.059 2.723 6.783 -0.011 -0.003 -0.004
Si -2.694 5.422 6.732 0.003 -0.002 -0.007
Si 0.045 8.147 6.78 0 -0.001 -0.004
Si -2.683 -5.444 6.757 0.005 -0.012 -0.005
Si 0.039 -2.73 6.792 -0.007 0 -0.002
Si 1.43 1.38 8.149 0.007 0.004 -0.005
Si 4.161 4.103 8.164 -0.003 0.005 0.007
Si 1.418 6.802 8.14 -0.003 -0.008 0.003
Si 4.157 9.536 8.162 0 0.01 0.002
Si 1.421 -4.076 8.141 -0.009 -0.007 0.002
Si 4.157 -1.333 8.149 -0.005 -0.002 -0.005
Si 6.876 1.395 8.169 -0.008 -0.005 0.002
Si 9.573 4.119 8.174 -0.004 0 -0.009
Si 6.867 6.83 8.165 -0.007 0 -0.002
Si -6.782 9.509 8.09 -0.006 -0.016 0.003
Si 6.887 -4.04 8.185 0.006 0.015 0.006
Si -6.777 -1.352 8.081 0.011 0.018 -0.002
Si -4.063 1.372 8.104 0.011 0 0
Si -1.325 4.086 8.117 0.003 -0.002 0.003
Si -4.047 6.8 8.088 0.004 0.007 -0.007
Si -1.314 -6.792 8.122 0.011 0.004 0.007
Si -4.062 -4.078 8.096 -0.002 -0.003 -0.005
Si -1.316 -1.367 8.153 -0.005 0 0.001
Si 0.052 0.015 9.493 0 -0.007 0
Si 2.782 2.748 9.516 -0.005 0.003 -0.004
Si 0.039 5.451 9.486 -0.003 0.003 0.001
Si 2.776 8.174 9.504 0.001 0.004 -0.005
Si 0.048 -5.433 9.489 0.001 0.003 0.004
Si 2.777 -2.695 9.495 0 -0.002 -0.005
Si 5.506 0.034 9.523 -0.005 0.003 -0.003
Si 8.222 2.758 9.547 -0.014 0.002 0.003
Si 5.509 5.471 9.533 -0.004 -0.003 0.002
Si -8.14 8.155 9.451 0 0.005 0.003
Si 5.508 -5.412 9.522 -0.005 -0.011 -0.003
Si -8.141 -2.716 9.441 -0.006 -0.007 0
Si -5.421 0.005 9.455 -0.005 -0.008 0.001
Si -2.695 2.73 9.468 -0.006 0.004 0.005
Si -5.414 5.444 9.447 0 -0.003 0.001
Si -2.692 8.168 9.462 -0.001 -0.004 0.001
Si -5.419 -5.441 9.452 0.004 0 -0.002
Si -2.701 -2.724 9.478 0.008 0.006 0.003
Si 1.413 -1.336 10.858 0.006 0.006 -0.002
Si 4.142 1.394 10.883 0 -0.008 0.002
Si 1.405 4.11 10.863 -0.001 -0.001 0.005
Si 4.134 6.83 10.883 -0.005 -0.005 0.001
Si 1.408 9.536 10.857 0.001 0 0.004
Si 4.132 -4.05 10.866 -0.001 0.008 -0.005
Si 6.863 -1.316 10.902 -0.001 -0.005 -0.003
Si 9.573 1.404 10.933 0.001 -0.002 0.003
Si 6.862 4.116 10.91 0 0.003 0
Si -6.771 6.806 10.809 0.001 0.001 0
Si -9.488 9.518 10.82 0.006 0.003 0.002
Si -6.776 -4.071 10.809 0.006 0.004 -0.002
Si -4.056 -1.346 10.824 0.004 0.002 0
Si -1.326 1.382 10.835 0 -0.002 -0.003
Si -4.057 4.096 10.822 0.01 0 0.001
Si -1.327 6.822 10.833 0.006 0 0.005
Si -4.051 9.535 10.821 0 0.003 0.004
Si -1.323 -4.069 10.837 -0.002 -0.014 0.001
Si 2.768 0.032 12.226 -0.001 0 -0.003
Si 5.489 2.76 12.26 -0.003 0 0
Si 2.757 5.48 12.236 0 0.006 -0.002
Si 5.494 8.189 12.254 0.003 0.009 -0.005
Si 2.764 10.908 12.217 -0.002 -0.003 -0.006
Si 5.49 -2.689 12.233 -0.009 -0.001 -0.01
Si 8.207 0.046 12.285 -0.011 -0.002 0.005
Si 10.932 2.756 12.317 0.005 0.011 0.002
Si 8.222 5.468 12.287 -0.001 -0.004 0.002
Si -5.421 8.179 12.172 0.004 -0.003 -0.005
Si -8.134 10.891 12.176 -0.003 -0.004 0
Si -5.416 -2.71 12.178 -0.004 -0.001 -0.001
Si -2.7 0.025 12.185 0.002 -0.007 0.001
Si 0.027 2.75 12.204 -0.003 0 0.001
Si -2.699 5.465 12.184 -0.007 0.002 -0.002
Si 0.03 8.183 12.207 -0.005 -0.001 0.001
Si -2.685 -5.427 12.193 0.009 0.009 -0.003
Si 0.031 -2.696 12.198 -0.006 -0.003 -0.004
Si 1.395 1.403 13.567 0.005 -0.012 0.006
Si 4.12 4.132 13.606 -0.01 0.006 0.003
Si 1.382 6.841 13.59 -0.003 0.004 0.007
Si 4.126 9.563 13.592 0 0.005 0.005
Si 1.387 -4.053 13.563 0.002 0.001 0.004
Si 4.134 -1.325 13.585 0.016 -0.014 -0.005
Si 6.853 1.419 13.641 -0.005 -0.001 0.009
Si 9.586 4.128 13.681 0.003 0 0.002
Si 6.855 6.835 13.631 0.005 -0.005 0.001
Si -6.777 9.534 13.543 0.008 0.007 0.009
Si 6.832 -4.043 13.617 -0.011 0.009 -0.008
Si 9.562 -1.314 13.659 0.004 0.005 0.006
Si -4.076 1.386 13.535 -0.001 0.013 -0.005
Si -1.344 4.115 13.554 0.007 0.003 0.006
Si -4.059 6.834 13.537 -0.001 0.002 0.005
Si -1.328 9.545 13.571 0.002 -0.003 0.01
Si -4.045 -4.059 13.543 0.012 -0.011 -0.001
Si -1.337 -1.328 13.547 -0.002 0.009 0.004
Si 0.017 0.043 14.903 0.001 -0.002 0.006
Si 2.733 2.781 14.942 0.005 0.001 0.006
Si 0 5.478 14.935 -0.016 -0.001 0.006
Si 2.744 8.223 14.94 0 0.001 0
Si 0.023 -5.398 14.938 0 0.006 0.004
Si 2.763 -2.699 14.911 0 0.01 -0.003
Si 5.475 0.045 14.962 -0.007 -0.007 0.006
Si 8.22 2.773 15.023 -0.003 0.005 0.005
Si 5.484 5.486 14.982 -0.003 0.004 0.002
Si 8.209 8.172 15.028 -0.002 0.005 0.008
Si 5.482 10.908 14.979 -0.002 -0.001 0.002
Si 8.178 -2.679 14.986 -0.007 -0.017 0.002
Si -5.422 0.023 14.908 0.002 -0.001 0
Si -2.739 2.769 14.893 -0.008 -0.005 0
Si -5.437 5.486 14.884 0.008 0.001 -0.001
Si -2.705 8.186 14.918 -0.005 -0.006 -0.002
Si -5.399 -5.429 14.895 0 0.008 0
Si -2.7 -2.681 14.911 -0.008 0 0.007
Si 18.139 -1.56 0.29 -0.216 -0.03 0.732
Si 19.983 1.596 0.165 0.312 -0.021 0.738
Si 17.672 3.751 -0.065 -0.059 0.412 0.66
Si 20.726 6.52 0.008 -0.255 0.147 0.799
Si 17.467 -6.465 0.033 0.093 -0.096 0.75
Si 20.269 -3.828 0.13 0.153 -0.165 0.714
Si 23.176 -1.467 0.22 -0.134 0.223 0.638
Si 25.987 1.157 0.014 -0.198 0.192 0.721
Si 22.952 4.345 0.261 0.06 -0.14 0.742
Si 25.743 7.155 0.13 0.038 -0.244 0.731
Si 23.443 9.249 0.09 -0.091 0.143 0.752
Si 9.598 12.463 -0.207 0 -0.046 0.747
Si 12.291 -1.119 0.029 0.156 -0.26 0.734
Si 14.897 1.624 0.289 0.087 -0.266 0.697
Si 12.676 3.87 0.185 -0.219 0.174 0.704
Si 14.867 7.11 0.219 0.099 -0.16 0.753
Si 12.608 9.292 0.034 -0.217 0.273 0.749
Si 15.3 -4.182 -0.083 -0.216 0.172 0.747
Si 19.13 0.018 1.657 -0.014 0.014 -0.027
Si 21.666 2.746 1.398 0.024 -0.035 -0.039
Si 18.954 5.438 1.166 0.006 -0.04 -0.066
Si 21.809 8.128 1.366 0.014 -0.009 -0.059
Si 19.075 -5.408 1.378 -0.003 0.014 -0.065
Si 21.816 -2.781 1.548 -0.036 -0.011 -0.041
Si 24.396 0.1 1.429 0.013 -0.003 -0.024
Si 11.008 2.737 1.374 -0.014 -0.024 -0.064
Si 24.542 5.549 1.445 -0.002 0.03 -0.044
Si 10.955 8.234 1.309 -0.013 0.01 -0.036
Si 24.607 10.82 1.392 -0.001 0.047 -0.06
Si 11.073 -2.735 1.247 -0.032 0.071 -0.047
Si 13.735 0.001 1.469 -0.026 -0.003 -0.023
Si 16.374 2.778 1.613 0.025 -0.019 -0.04
Si 13.728 5.495 1.48 0.001 0.003 -0.046
Si 16.401 8.305 1.46 0.009 0.024 -0.074
Si 13.722 -5.356 1.26 0.018 -0.005 -0.032
Si 16.429 -2.717 1.386 0.011 -0.005 -0.047
Si 17.694 1.352 2.928 -0.008 0.011 0.014
Si 20.296 4.131 2.715 -0.027 0.045 0.005
Si 17.75 6.83 2.681 0.006 -0.038 -0.006
Si 20.436 9.51 2.702 0.009 0.008 -0.001
Si 17.739 -4.076 2.8 -0.006 0.012 0.034
Si 20.527 -1.349 2.921 0.019 -0.016 0.014
Si 23.048 1.429 2.796 -0.023 -0.012 -0.005
Si 25.795 4.095 2.79 -0.001 0.014 -0.006
Si 23.135 6.842 2.829 -0.009 0 0.021
Si 25.773 9.566 2.988 -0.028 0.01 0.029
Si 23.203 12.154 2.792 0.019 -0.027 0.012
Si 9.611 -1.364 2.574 0.016 0.006 0.023
Si 12.339 1.386 2.787 0.007 0.02 0.031
Si 15.041 4.176 2.902 -0.018 0.01 0.035
Si 12.259 6.842 2.734 0.001 0.014 0.026
Si 15.001 -6.684 2.768 -0.013 0.02 0.034
Si 12.363 -4.058 2.679 -0.01 -0.019 -0.021
Si 15.075 -1.378 2.777 0.021 0.012 0.006
Si 16.34 -0.02 4.22 -0.017 0.013 0.012
Si 19.055 2.77 4.193 0.033 -0.01 -0.015
Si 16.418 5.543 4.17 0.005 -0.003 0.008
Si 19.088 8.162 4.093 -0.006 0.003 -0.006
Si 16.365 -5.397 4.172 -0.002 -0.004 -0.008
Si 19.079 -2.71 4.182 -0.021 -0.004 -0.023
Si 21.818 0.043 4.246 0.024 -0.006 0.009
Si 24.419 2.76 4.152 0.004 -0.003 0.016
Si 21.714 5.451 4.111 0.015 -0.012 -0.026
Si 24.415 8.175 4.272 0.006 -0.014 0.004
Si 21.78 10.835 4.128 0.02 0.002 0.004
Si 24.452 -2.735 4.185 0.01 0.014 -0.008
Si 10.927 -0.004 4.048 0.002 -0.023 -0.027
Si 13.661 2.757 4.173 0.003 -0.021 0.003
Si 10.964 5.471 4.124 0.013 -0.005 0.008
Si 13.633 8.224 4.084 0.017 -0.002 -0.007
Si 10.969 -5.384 4.047 -0.011 -0.01 0.007
Si 13.677 -2.715 4.103 0.003 -0.01 0.001
Si 17.727 -1.313 16.458 0.03 0.001 -0.004
Si 20.353 1.305 16.472 -0.011 -0.014 0.004
Si 17.696 4.024 16.469 0.003 0.012 -0.002
Si 20.386 6.735 16.456 -0.015 -0.017 -0.013
Si 17.669 -6.836 16.444 -0.009 -0.004 -0.007
Si 20.388 -4.099 16.427 0 0.007 -0.006
Si 23.118 -1.408 16.445 -0.001 -0.001 0.002
Si 9.574 1.418 16.41 0.021 -0.002 0.001
Si 23.087 4.06 16.418 -0.004 0.002 -0.022
Si 9.56 6.845 16.461 0.004 0.003 -0.006
Si 23.162 9.528 16.483 0.008 0.03 0.008
Si 9.532 -4.041 16.347 -0.002 0.001 -0.019
Si 12.275 -1.326 16.396 0.017 0.009 -0.007
Si 15 1.411 16.498 0.021 0.009 0.001
Si 12.294 4.112 16.5 0.007 0.021 -0.006
Si 14.929 6.764 16.448 -0.018 -0.004 0.004
Si 12.213 -6.8 16.407 -0.032 0.007 -0.009
Si 14.944 -4.062 16.409 -0.013 -0.015 -0.014
Si 19.058 -0.024 17.959 0.016 -0.007 0.039
Si 21.701 2.708 17.762 0.028 0.033 -0.039
Si 19.063 5.337 17.848 0.026 -0.003 0.007
Si 21.787 8.108 17.74 0.001 -0.006 -0.025
Si 19.039 -5.467 17.779 0.011 0.002 0.008
Si 21.759 -2.775 17.797 -0.009 -0.017 -0.018
Si 24.473 -0.052 17.807 -0.004 0.004 0.02
Si 10.929 2.743 17.833 -0.01 -0.015 0.018
Si 24.467 5.442 17.722 -0.007 -0.005 -0.004
Si 10.914 8.19 17.872 0.001 0.023 0.012
Si 24.474 10.886 17.951 -0.008 0.016 0.042
Si 10.85 -2.649 17.708 -0.019 -0.003 -0.005
Si 13.635 0.007 17.791 -0.025 -0.013 0.005
Si 16.372 2.735 17.933 -0.002 0 0.022
Si 13.646 5.438 17.939 0.013 -0.01 0.01
Si 16.279 -8.201 17.776 0.006 0.011 0.021
Si 13.532 -5.407 17.734 0.025 0.011 0.008
Si 16.346 -2.699 17.719 0 -0.002 -0.03
Si 17.708 1.376 19.362 0.018 0.003 -0.009
Si 20.433 3.983 19.282 -0.025 -0.005 -0.003
Si 17.612 6.678 19.104 -0.045 -0.022 -0.038
Si 20.441 -6.858 19.072 0.011 0.001 -0.02
Si 17.655 -4.068 19.077 -0.004 0.008 -0.004
Si 20.484 -1.47 19.249 0 0.025 -0.005
Si 23.053 1.359 19.075 -0.023 -0.004 -0.01
Si 9.576 4.138 19.185 0.013 0.007 -0.04
Si 23.127 6.779 19.132 -0.011 -0.008 -0.011
Si 9.524 9.569 19.219 0.002 0.007 -0.015
Si 23.008 -4.061 19.311 0 -0.021 0.01
Si 25.803 -1.492 19.139 -0.019 -0.019 -0.003
Si 12.295 1.341 19.193 -0.016 0.004 -0.014
Si 15.049 4.099 19.364 0.011 0.024 -0.013
Si 12.295 6.851 19.288 -0.014 0.017 -0.002
Si 14.893 -6.778 19.054 -0.004 -0.015 -0.055
Si 12.13 -4.039 19.061 -0.007 -0.032 -0.031
Si 15.047 -1.348 19.108 0.01 0.021 -0.014
Si 16.35 -0.089 20.648 0.022 -0.031 0.05
Si 19.124 2.669 20.821 0.018 -0.019 0.055
Si 16.424 5.47 20.787 0.008 0.005 0.085
Si 19.016 8.075 20.272 0.017 -0.014 0.024
Si 16.228 -5.395 20.364 -0.034 0.008 0.027
Si 19.058 -2.888 20.534 0.029 0.003 0.034
Si 21.834 0.006 20.554 -0.002 -0.012 0.075
Si 24.486 2.734 20.286 -0.015 -0.004 0.048
Si 21.844 5.399 20.553 -0.006 0.004 0.031
Si 24.516 8.106 20.489 0.007 0.022 0.032
Si 21.671 -5.588 20.622 0.045 0.019 0.036
Si 24.368 -2.62 20.669 -0.03 0.029 0.042
Si 10.902 0.019 20.602 0.009 -0.008 0.045
Si 13.728 2.596 20.612 0.008 -0.027 0.052
Si 10.93 5.479 20.637 -0.019 -0.026 0.058
Si 13.681 8.267 20.605 -0.011 0 0.079
Si 10.847 11.007 20.59 -0.047 0 0.034
Si 13.575 -2.703 20.287 0.005 -0.004 0.039
Si 17.961 -1.324 21.86 -0.239 -0.134 -0.732
Si 20.238 0.905 22.032 0.192 0.373 -0.749
Si 18.116 4.362 22.159 -0.344 -0.218 -0.745
Si 20.207 6.652 21.674 0.137 -0.02 -0.746
Si 17.615 -6.858 21.493 -0.051 -0.046 -0.452
Si 19.857 -4.687 21.873 0.176 0.118 -0.715
Si 23.56 -0.729 22.013 -0.182 -0.341 -0.724
Si 9.797 1.689 21.889 -0.194 -0.318 -0.744
Si 23.528 4.276 21.8 -0.155 -0.04 -0.686
Si 9.16 6.569 21.805 0.186 0.14 -0.743
Si 23.381 -6.688 21.868 -0.242 -0.159 -0.749
Si 25.447 -4.263 21.9 0.279 0.101 -0.743
Si 12.55 -1.224 21.754 -0.235 0.025 -0.72
Si 14.791 0.963 22.077 0.176 0.292 -0.683
Si 12.158 3.8 21.824 0.08 0.253 -0.687
Si 15.419 7.31 21.947 -0.077 -0.106 -0.732
Si 12.468 9.87 21.865 -0.081 -0.149 -0.691
Si 14.634 -4.236 21.657 0.184 -0.063 -0.699
Si 10.181 2.314 -2.971 0.104 -0.035 0.153
Si 17.765 3.742 25.31 0.053 -0.045 -0.119
Si 14.68 -6.05 -5.978 0.004 -0.031 -0.088
Si 20.167 6.934 -3.044 0.078 -0.06 0.116
Si 10.032 7.603 -3.076 -0.175 -0.042 0.242
Si 8.575 0.242 -4.362 -0.013 -0.023 0.119
Si 24.716 -3.053 -1.769 0.147 -0.07 0.062
Si 23.936 2.355 -1.79 0.114 -0.012 -0.004
Si 10.798 -2.288 23.992 -0.111 -0.041 -0.169
Si 9.163 7.544 24.75 -0.033 -0.066 -0.084
Si 26.088 -1.882 -4.212 0 -0.105 0.062
Si 18.902 -2.845 -6.306 -0.127 0.013 -0.025
Si 21.945 -2.642 -6.16 0.055 -0.025 0.024
Si 17.696 1.95 -4.088 0.029 -0.002 0.067
Si 12.805 6.609 -4.089 0.074 -0.059 0.065
Si 15.358 1.72 25.141 -0.001 -0.127 -0.106
Si 3.08 -4.6 -6.131 0.027 -0.057 -0.054
Si 25.402 4.999 26.011 -0.069 -0.044 -0.068
Si 15.538 6.874 -2.716 0.125 -0.041 0.108
Si 12.748 3.938 -2.728 0.045 -0.022 0.132
Si 16.58 0.079 -1.845 -0.141 0.064 0.101
Si 21.617 8.083 -5.349 0.088 0.065 0.062
Si 19.772 4.112 -4.438 -0.021 0.041 -0.086
Si 13.56 -2.212 -5.327 -0.016 0.117 0.008
Si 22.744 2.849 -4.704 -0.148 -0.066 0.167
Si 17.543 -5.516 -5.181 0.162 -0.03 -0.041
Si 21.544 -7.871 23.953 0.071 0.088 -0.058
Si 13.975 7.543 -6.829 0.062 -0.035 -0.005
Si 14.313 -2.09 -2.209 -0.023 -0.061 0.217
Si 23.075 3.212 24.734 0.069 -0.027 -0.055
Si 25.752 -4.724 -5.407 -0.083 0.028 -0.177
Si 21.757 0.233 -1.764 0.012 -0.073 -0.015
Si 14.196 6.82 24.837 -0.069 -0.066 -0.211
Si 18.823 -7.915 -6.79 -0.118 -0.013 -0.05
Si 9.55 0.549 24.772 0.105 0.165 -0.052
Si 7.911 5.906 -4.698 0.092 -0.095 -0.074
Si 11.819 -7.407 24.784 0.007 -0.004 -0.209
Si 17.505 -4.84 25.944 -0.095 0.044 0.016
Si 22.815 -5.414 -4.891 -0.079 0.059 0.091
Si 18.854 0.191 -6.313 0.052 -0.108 -0.013
Si 17.822 -7.434 -2.879 -0.022 0.015 0.175
Si 9.6 -1.43 -6.811 0.149 0.053 -0.04
Si 22.247 -5.028 -1.967 0.019 -0.041 0.19
Si 12.094 -4.911 -4.933 0.116 0.061 0.084
Si 22.086 0.361 24.435 -0.011 0.003 -0.196
Si 16.271 -2.869 23.95 0.08 -0.019 -0.051
Si 8.128 -2.018 -2.285 -0.04 -0.013 0.058
Si 27.603 -6.464 25.113 0.202 0.027 -0.123
Si 12.41 -0.028 -7.216 0.046 0.076 0.111
Si 18.195 5.358 -7.011 -0.046 -0.002 0.103
Si 20.396 -5.06 24.712 0.005 0.075 -0.188
Si 13.105 3.952 24.797 0.032 -0.08 -0.117
Si 15.926 3.998 -2.844 0.027 0.004 0.228
Si 9.619 -4.469 -6.348 -0.068 0.079 -0.011
Si 17.718 -1.366 5.555 0.008 0.003 0.004
Si 20.41 1.397 5.552 -0.003 -0.007 0
Si 17.708 4.129 5.545 -0.011 0.008 0.009
Si 20.404 6.816 5.509 0.004 0.007 -0.004
Si 17.719 9.517 5.481 0.007 -0.005 -0.002
Si 20.43 12.218 5.506 0.027 -0.003 -0.004
Si 23.132 -1.365 5.572 -0.006 -0.001 0.008
Si 25.777 1.359 5.501 -0.011 -0.008 -0.012
Si 23.062 4.102 5.515 -0.004 -0.004 0.003
Si 25.787 6.781 5.571 0.001 0.007 0.009
Si 23.063 9.522 5.598 -0.005 0.006 0.009
Si 9.613 -4.031 5.428 0 -0.008 0.001
Si 12.29 -1.347 5.44 0.003 0.023 -0.004
Si 14.987 1.375 5.538 -0.012 0.001 0.012
Si 12.3 4.121 5.509 0.005 0.002 0.018
Si 15.002 6.88 5.482 -0.013 0.004 0.004
Si 12.282 -6.754 5.458 -0.006 0.002 0
Si 15.003 -4.049 5.521 0.003 0.007 -0.001
Si 19.057 0.017 6.902 -0.003 0.004 0.007
Si 21.756 2.739 6.919 0.005 -0.001 -0.007
Si 19.06 5.472 6.907 0.015 -0.006 -0.002
Si 21.723 8.149 6.933 0.002 -0.002 0.005
Si 19.061 10.868 6.872 -0.003 -0.007 -0.012
Si 21.752 -2.731 6.898 0.005 0.016 0.001
Si 24.475 0.004 6.92 0.008 -0.007 -0.004
Si 27.156 2.686 6.883 0.006 -0.006 -0.009
Si 24.423 5.428 6.913 -0.011 0.015 -0.006
Si 10.936 -8.124 6.821 0.006 0.004 0.002
Si 8.246 -5.382 6.809 -0.002 0.005 -0.001
Si 10.949 -2.692 6.83 -0.003 -0.004 -0.005
Si 13.617 0.008 6.859 -0.002 0.006 0.001
Si 16.348 2.747 6.885 0.001 -0.009 0.004
Si 13.663 5.488 6.849 0.002 -0.008 -0.003
Si 16.353 8.2 6.878 0.002 -0.003 -0.01
Si 13.635 -5.416 6.858 0.005 0.004 0
Si 16.347 -2.71 6.906 -0.009 -0.002 0.002
Si 17.692 1.376 8.253 0.006 0.006 -0.008
Si 20.399 4.097 8.276 0.004 0.005 -0.001
Si 17.688 6.826 8.256 -0.011 -0.001 -0.002
Si 20.377 9.517 8.281 -0.002 -0.006 -0.001
Si 17.703 -4.09 8.247 0.001 0 -0.006
Si 20.399 -1.364 8.259 -0.002 -0.006 -0.007
Si 23.105 1.36 8.272 -0.004 0 -0.006
Si 25.801 4.056 8.248 -0.009 -0.004 -0.013
Si 23.086 6.789 8.286 0.002 -0.001 0.003
Si 9.581 -6.762 8.184 -0.011 0.003 -0.004
Si 23.092 -4.077 8.287 0 -0.002 -0.002
Si 9.586 -1.323 8.184 0.002 -0.001 0.001
Si 12.275 1.383 8.217 -0.002 -0.002 0.002
Si 14.989 4.112 8.232 -0.005 0.008 -0.005
Si 12.287 6.838 8.202 0.006 0.004 -0.007
Si 14.991 -6.768 8.24 -0.003 0.002 -0.004
Si 12.284 -4.051 8.219 -0.002 -0.002 -0.002
Si 14.978 -1.34 8.24 0.003 -0.002 -0.003
Si 16.333 0.014 9.61 -0.01 0.007 0.002
Si 19.041 2.728 9.625 0.004 -0.001 0.005
Si 16.335 5.458 9.613 0.009 -0.015 0.004
Si 19.029 8.165 9.651 -0.004 0.012 0.004
Si 16.344 -5.428 9.626 0.003 0.002 0.002
Si 19.045 -2.728 9.621 -0.004 0.005 0.002
Si 21.752 -0.009 9.626 0.003 -0.001 0.006
Si 24.459 2.709 9.639 0.015 -0.014 0
Si 21.744 5.435 9.66 0.006 -0.002 -0.003
Si 8.218 -8.129 9.537 -0.003 -0.004 -0.001
Si 21.738 -5.447 9.639 0.002 0.001 0.003
Si 8.231 -2.68 9.554 -0.003 -0.006 0.001
Si 10.925 0.028 9.581 -0.001 0.008 0.003
Si 13.63 2.744 9.583 0.001 -0.008 0.003
Si 10.93 5.467 9.557 0.008 -0.004 -0.001
Si 13.633 -8.139 9.591 0.005 -0.005 0.006
Si 10.925 -5.415 9.574 0.002 -0.005 0.001
Si 13.632 -2.702 9.606 0 -0.002 0
Si 17.684 -1.361 10.973 0.005 -0.005 -0.005
Si 20.392 1.354 10.982 -0.006 0 -0.007
Si 17.68 4.089 10.98 -0.004 0.008 -0.004
Si 20.384 6.795 11.014 0.001 -0.009 0.005
Si 17.679 9.526 11.015 -0.009 -0.01 0.003
Si 20.387 -4.089 11.004 0.003 -0.006 0
Si 23.103 -1.37 10.995 0.004 0 -0.005
Si 25.807 1.343 11.004 -0.002 0.008 0
Si 23.106 4.068 11.011 -0.006 0.008 0
Si 9.568 -9.491 10.914 -0.008 0.009 -0.008
Si 6.855 -6.771 10.897 -0.007 0.011 -0.003
Si 9.568 -4.048 10.93 -0.003 0.009 0.001
Si 12.278 -1.329 10.96 -0.001 -0.002 0.005
Si 14.975 1.382 10.961 0.002 0.012 -0.004
Si 12.276 4.108 10.942 0.004 -0.004 -0.005
Si 14.974 6.816 10.973 -0.007 0.004 -0.006
Si 12.273 -6.78 10.95 0.005 0.005 -0.004
Si 14.984 -4.061 10.98 0.001 0.002 0
Si 19.038 -0.008 12.343 0.001 -0.002 -0.005
Si 21.746 2.696 12.359 0 -0.011 0.002
Si 19.026 5.425 12.367 -0.007 -0.01 0.002
Si 21.745 8.15 12.373 0.005 0.015 -0.001
Si 19.04 10.877 12.387 0.006 0.009 0.006
Si 21.755 -2.736 12.357 0.007 0.014 0
Si 24.456 -0.027 12.368 -0.003 -0.004 -0.001
Si 27.168 2.699 12.353 -0.001 -0.009 -0.002
Si 24.465 5.427 12.374 0.016 0.001 0.001
Si 10.91 -8.144 12.305 -0.002 -0.011 -0.001
Si 8.199 -5.414 12.277 -0.006 -0.01 -0.003
Si 10.915 -2.691 12.308 -0.001 -0.015 0
Si 13.631 0.03 12.339 0.009 0.009 0.003
Si 16.322 2.731 12.337 0 -0.01 -0.004
Si 13.62 5.453 12.335 0.003 -0.004 0.003
Si 16.321 8.155 12.365 -0.001 -0.002 0.005
Si 13.628 -5.435 12.329 -0.004 0 -0.001
Si 16.333 -2.705 12.356 0 0.002 0.003
Si 17.672 1.357 13.691 -0.003 0.008 -0.008
Si 20.379 4.046 13.72 0.008 0.002 -0.003
Si 17.669 6.781 13.734 -0.002 -0.001 -0.002
Si 20.397 9.499 13.75 0.012 -0.011 0.005
Si 17.675 -4.072 13.735 -0.003 0.008 0.005
Si 20.4 -1.369 13.707 -0.006 -0.001 -0.001
Si 23.091 1.33 13.729 -0.003 0.001 0.002
Si 25.823 4.058 13.731 -0.007 0.004 0.005
Si 23.111 6.798 13.735 -0.015 0.001 0.002
Si 9.544 -6.777 13.653 -0.007 0.018 -0.002
Si 23.111 -4.103 13.72 0.003 -0.013 0.005
Si 25.819 -1.417 13.702 0.001 -0.002 -0.004
Si 12.287 1.406 13.704 0.001 -0.004 0.002
Si 14.977 4.091 13.71 0.005 0 0
Si 12.249 6.809 13.689 -0.005 0.012 -0.003
Si 14.958 9.515 13.72 -0.001 0.002 -0.002
Si 12.266 -4.062 13.669 0.008 -0.008 -0.003
Si 14.99 -1.323 13.717 -0.006 -0.002 0.002
Si 16.341 0.04 15.107 0.007 0.003 0.007
Si 19.023 2.671 15.081 -0.003 -0.015 -0.002
Si 16.327 5.413 15.112 0.003 0.001 0.008
Si 19.034 8.122 15.098 0.003 -0.003 0.006
Si 16.316 -5.45 15.085 0.002 0.002 0.007
Si 19.047 -2.705 15.083 -0.001 0.003 -0.001
Si 21.741 -0.034 15.105 0.003 0.003 0.002
Si 24.457 2.683 15.077 0.002 0.006 0.008
Si 21.739 5.415 15.058 0.006 -0.002 0.001
Si 24.49 8.173 15.078 0.017 0.005 0.003
Si 21.774 10.858 15.1 -0.006 0.001 0.01
Si 24.479 -2.769 15.091 0.019 0.018 0.005
Si 10.917 0.045 15.041 -0.003 -0.008 0
Si 13.639 2.755 15.107 -0.006 -0.004 0.012
Si 10.925 5.467 15.106 0.004 -0.007 0.008
Si 13.589 8.146 15.073 0 -0.008 0.01
Si 10.897 -5.421 15.017 0.006 -0.004 -0.004
Si 13.614 -2.698 15.033 0 -0.009 -0.005
Si 34.035 -1.61 0.076 -0.112 0.152 0.695
Si 36.384 1.596 0.086 0.025 -0.066 0.728
Si 34.126 3.776 -0.157 -0.117 0.178 0.688
Si 36.936 6.505 -0.088 -0.139 0.146 0.721
Si 33.636 -6.585 0.405 0.087 0.094 0.622
Si 36.397 -3.69 0.074 0.063 -0.255 0.718
Si 39.664 -1.676 0.108 -0.105 0.169 0.816
Si 42.349 1.103 0.023 -0.139 0.137 0.776
Si 39.118 4.241 -0.065 0.123 -0.13 0.75
Si -23.092 6.679 0.391 0 -0.038 0.462
Si -25.364 8.766 -0.119 -0.122 0.339 0.734
Si 26.391 11.746 0.066 -0.226 0.151 0.713
Si 28.175 -1.111 0.155 0.143 -0.04 0.739
Si 30.821 1.666 0.068 0.197 -0.175 0.806
Si 28.638 3.955 0.141 -0.157 0.236 0.722
Si 30.742 7.459 0.257 0.018 -0.2 0.708
Si 28.515 9.569 0.601 -0.065 -0.003 0.56
Si 31.34 -4.561 0.162 -0.006 0.345 0.687
Si 35.21 0 1.347 0.008 -0.017 -0.031
Si 37.964 2.751 1.364 -0.007 0.017 -0.051
Si 35.252 5.408 1.179 0.014 -0.002 -0.03
Si -27.146 8.005 1.278 -0.014 0.025 -0.087
Si 35.326 -5.354 1.397 0.027 0.039 -0.026
Si 38.013 -2.704 1.422 0.026 -0.011 -0.017
Si 40.795 -0.052 1.36 0.017 -0.016 -0.057
Si 27.1 2.727 1.4 0.018 -0.03 -0.038
Si -24.611 5.283 1.43 -0.054 0.019 -0.028
Si 27.096 8.17 1.728 -0.05 -0.026 -0.05
Si -24.557 10.68 1.183 -0.042 -0.039 -0.032
Si 27.15 -2.776 1.434 -0.018 0.003 -0.025
Si 29.78 0.042 1.415 -0.007 0.022 -0.111
Si 32.544 2.731 1.274 -0.003 0.007 -0.065
Si 29.799 5.585 1.392 0.014 -0.027 -0.039
Si 32.422 8.254 1.678 -0.012 -0.019 -0.057
Si 29.918 -5.41 1.8 0.028 0.026 -0.072
Si 32.468 -2.802 1.334 0.011 -0.023 -0.064
Si 33.852 1.355 2.703 -0.007 0.019 0.011
Si 36.587 4.114 2.696 -0.011 0.01 0.035
Si 33.92 6.743 2.665 0.023 -0.029 0.014
Si -28.552 9.473 2.595 0.012 -0.01 0.003
Si 33.906 -4.062 2.78 -0.027 0.011 0.006
Si 36.64 -1.308 2.732 -0.021 0.002 -0.008
Si 39.37 1.335 2.655 0.002 0.004 -0.02
Si -23.21 3.957 2.746 0.027 -0.001 0.004
Si -25.91 6.705 2.781 -0.005 0 0.028
Si -23.182 9.528 2.734 -0.024 0.02 0.013
Si -25.927 12.075 2.62 0.055 0.02 0.017
Si 25.732 -1.386 2.756 0.034 0.025 0.028
Si 28.45 1.384 2.805 -0.003 -0.014 0.043
Si 31.229 4.154 2.668 -0.012 -0.009 0.008
Si 28.474 6.747 2.93 0.013 0 0.022
Si 31.19 -6.791 3.138 -0.012 0.02 0.058
Si 28.516 -3.961 2.936 -0.032 -0.005 0.029
Si 31.176 -1.364 2.707 0.004 -0.009 0.001
Si 32.541 -0.015 4.083 0.004 -0.004 0.012
Si 35.256 2.707 4.048 0.019 -0.004 -0.007
Si 32.593 5.42 4.098 -0.007 0.007 0.005
Si -29.956 8.13 3.986 0.011 0.01 0.008
Si 32.638 -5.391 4.267 0.019 0.024 0.006
Si 35.283 -2.69 4.094 -0.007 -0.005 -0.008
Si 38.021 0.014 4.066 -0.013 0 0.034
Si -24.567 2.634 4.089 -0.019 0.011 0.013
Si -27.316 5.402 4.112 0.007 -0.016 0.003
Si -24.533 8.122 4.074 -0.023 -0.009 -0.025
Si -27.266 10.802 4.054 -0.003 0.001 0.011
Si -24.541 -2.819 3.976 -0.011 -0.009 -0.027
Si 27.114 -0.023 4.138 -0.005 0 -0.029
Si 29.87 2.764 4.081 0.006 0.001 -0.028
Si 27.131 5.381 4.237 -0.017 0.01 -0.004
Si 29.8 8.108 4.321 0.003 -0.004 0.002
Si 27.174 -5.385 4.261 0 -0.005 -0.019
Si 29.891 -2.631 4.226 0.032 0.006 0.011
Si 34.01 -1.44 16.302 0.007 -0.002 -0.011
Si 36.705 1.305 16.297 -0.005 -0.001 -0.006
Si 33.958 4.054 16.37 -0.001 -0.001 0.002
Si -28.622 6.769 16.336 -0.008 0 -0.006
Si 33.976 -6.862 16.436 -0.003 -0.001 0.023
Si 36.683 -4.167 16.297 -0.013 -0.001 0.001
Si 39.408 -1.375 16.266 0.001 0.001 0
Si 25.82 1.28 16.395 -0.006 -0.009 -0.02
Si -25.855 4.063 16.275 0.001 -0.011 0.007
Si 25.85 6.811 16.429 0.002 0.003 0.001
Si -25.873 9.463 16.255 0.003 -0.008 -0.005
Si 25.813 -4.157 16.466 -0.015 -0.015 0.009
Si 28.539 -1.46 16.404 -0.02 0.01 -0.011
Si 31.264 1.314 16.33 0.001 -0.005 -0.012
Si 28.578 4.056 16.41 -0.001 0.01 -0.007
Si 31.266 6.709 16.412 0.001 -0.008 -0.006
Si 28.523 -6.877 16.419 -0.001 -0.014 0.005
Si 31.257 -4.192 16.401 -0.018 -0.011 -0.003
Si 35.352 -0.07 17.65 0.027 -0.019 0.021
Si 38.082 2.674 17.618 -0.005 0.014 -0.022
Si 35.316 5.419 17.737 -0.003 -0.004 0.02
Si -27.255 8.145 17.66 0.008 0.003 -0.03
Si 35.41 -5.521 17.775 0.018 -0.007 -0.003
Si 38.026 -2.76 17.581 -0.002 0.019 0.004
Si 40.766 0.045 17.567 -0.006 -0.001 -0.013
Si 27.235 2.621 17.68 0.024 0.02 0.018
Si -24.513 5.45 17.624 -0.002 0.029 0.025
Si 27.211 8.113 17.864 0.003 -0.002 0.007
Si -24.444 10.825 17.511 -0.012 -0.006 0.01
Si 27.197 -2.827 17.806 0.034 -0.001 -0.003
Si 29.975 -0.118 17.671 0.002 0.011 0.002
Si 32.54 2.723 17.706 -0.026 0.01 -0.017
Si 29.912 5.397 17.844 0.007 0.015 0.007
Si 32.605 -8.265 17.782 0.001 0.029 0.001
Si 29.847 -5.52 17.782 0.009 0.015 0.001
Si 32.726 -2.864 17.66 0.005 -0.012 -0.021
Si 33.945 1.333 18.91 0.007 -0.013 -0.018
Si 36.767 4.041 18.977 0.002 0.014 -0.019
Si 33.958 6.722 19.196 0.009 0 -0.021
Si 36.764 -6.887 19.183 -0.009 0.004 -0.004
Si 34.053 -4.166 19.122 0.02 0.035 0.007
Si 36.684 -1.46 19.027 -0.011 -0.017 -0.017
Si 39.411 1.326 19.002 0.007 0 -0.001
Si 25.86 4.025 18.944 0.008 -0.004 -0.052
Si -25.883 6.835 18.996 0.022 -0.036 -0.01
Si 25.926 9.521 19.263 0.011 0.014 -0.025
Si 39.448 -4.14 18.806 -0.024 0.004 -0.05
Si 42.143 -1.281 18.879 0.019 0.032 -0.017
Si 28.614 1.228 19.001 -0.021 -0.007 -0.045
Si 31.212 3.996 19.232 0.009 -0.028 -0.024
Si 28.556 6.729 19.267 0.007 -0.003 -0.004
Si 31.137 -6.965 19.096 -0.021 -0.057 -0.01
Si 28.566 -4.151 19.233 0.002 -0.012 -0.022
Si 31.383 -1.515 18.962 -0.03 0 -0.039
Si 32.703 -0.114 20.254 0.007 0.014 0.056
Si 35.327 2.672 20.206 0.006 0.022 0.031
Si 32.55 5.373 20.617 -0.002 0.011 0.032
Si 35.398 8.042 20.598 -0.007 -0.009 0.069
Si 32.646 -5.665 20.268 -0.004 -0.007 0.028
Si 35.39 -2.797 20.545 0.026 0.001 0.073
Si 38.08 -0.092 20.345 0.005 -0.009 0.055
Si 40.792 2.725 20.284 0 0.01 0.043
Si 38.099 5.403 20.385 0.011 0.023 0.044
Si -24.407 8.224 20.217 -0.024 -0.028 0.054
Si 38.271 -5.451 20.341 0.029 -0.016 0.07
Si 40.747 -2.693 20.068 -0.012 0.029 0.049
Si 27.316 -0.187 20.334 0.043 0.007 0.026
Si 29.857 2.512 20.522 0.025 0.019 0.099
Si 27.184 5.209 20.448 0.01 -0.007 0.064
Si 29.812 8.143 20.721 0.004 0.02 0.06
Si 27.207 10.913 20.754 -0.037 0.016 0.064
Si 30.154 -2.858 20.427 0.017 -0.016 0.051
Si 34.248 -1.068 21.731 -0.011 -0.268 -0.72
Si 36.457 1.125 21.503 0.157 -0.031 -0.69
Si 34.263 4.154 21.665 -0.242 -0.042 -0.718
Si 36.517 6.357 21.843 0.144 0.257 -0.749
Si 33.653 -7.191 21.725 0.226 0.021 -0.791
Si 37.127 -3.955 21.686 -0.183 -0.003 -0.675
Si 39.276 -1.703 21.587 -0.017 0.189 -0.671
Si 25.889 1.275 21.412 0.024 -0.025 -0.534
Si 39.729 4.307 21.658 -0.146 -0.185 -0.731
Si 25.706 6.496 21.689 0.021 0.057 -0.645
Si 40.14 -6.295 21.542 -0.249 -0.092 -0.731
Si 42.242 -4.031 21.174 0.05 0.062 -0.537
Si 28.95 -1.311 21.637 -0.111 -0.012 -0.663
Si 31.148 0.877 21.658 0.011 0.256 -0.712
Si 28.048 3.426 21.774 0.183 0.117 -0.84
Si 31.379 6.949 22.016 -0.209 -0.244 -0.662
Si 28.843 9.873 22.162 -0.367 -0.329 -0.684
Si 31.323 -4.485 21.74 0.122 0.279 -0.695
Si 29.118 2.411 -4.657 0.074 -0.033 0.033
Si -31.985 3.315 -5.637 0.071 0.013 -0.072
Si -30.924 7.335 -4.258 -0.041 0.016 0.082
Si -29.827 -7.742 -1.778 0.06 -0.096 0.059
Si 27.553 5.084 -4.845 -0.112 -0.022 -0.022
Si 28.678 1.004 25.539 0.066 -0.018 -0.047
Si -23.743 -5.806 -7.232 -0.092 0.107 -0.123
Si -26.962 0.126 -2.031 0.066 0.005 0.166
Si 28.404 -1.813 24.494 0.003 -0.052 -0.065
Si 28.871 7.727 -5.998 -0.024 0.026 -0.064
Si -19.6 -5.197 -1.936 0.016 0.007 0.209
Si 29.651 -4.217 -6.835 0.079 0.042 -0.018
Si -27.7 2.195 -5.286 -0.09 -0.124 -0.102
Si -31.191 -2.595 -5.14 -0.02 0.03 0.047
Si 31.642 -7.951 -5.066 0.017 -0.003 0.091
Si 27.194 0.482 -5.506 -0.101 -0.044 0.02
Si 21.778 0.061 -4.954 -0.001 -0.071 0.006
Si -27.301 5.061 -5.771 -0.169 0.061 -0.062
Si -32.245 4.814 -3.032 -0.004 0.061 0.153
Si 27.724 5.899 -2.045 0.056 0.044 0.204
Si 28.946 -1.745 -2.767 0.007 0.05 0.163
Si -26.194 -6.983 -3.137 0.189 -0.075 -0.002
Si -24.662 6.921 25.543 -0.095 -0.038 -0.026
Si -24.397 -1.575 -6.596 0.002 -0.085 0.053
Si -30.017 1.031 -6.338 0.094 0.071 0
Si -27.802 -6.926 25.925 0.025 -0.006 -0.075
Si -27.594 6.556 24.803 0.025 0.007 -0.097
Si 32.451 2.71 23.637 0.058 -0.072 -0.127
Si 30.908 0.71 -2.918 -0.013 0.008 0.14
Si -28.926 -2.25 25.855 0.049 -0.041 0.046
Si -19.689 -4.474 25.984 -0.051 0.015 0.115
Si -22.312 -4.792 -2.903 -0.025 -0.037 0.064
Si -27.585 3.855 26.208 0.047 0.025 -0.038
Si -25.09 -6.568 24.571 0.086 0.038 -0.134
Si 24.877 4.301 -6.44 0.141 -0.025 0.123
Si 29.8 3.533 24.184 -0.067 -0.116 -0.077
Si 26.091 -3.672 24.846 -0.04 0.007 -0.073
Si -31.704 -0.66 -2.806 -0.045 0.004 0.084
Si 31.994 -4.799 -5.015 -0.065 -0.058 -0.002
Si -32.115 1.476 26.234 0.084 -0.093 0.03
Si -27.967 7.619 -4.975 0.001 0.101 0.081
Si 26.853 7.167 24.433 0.092 -0.092 -0.079
Si -28.174 -5.154 -2.482 -0.013 0.006 0.07
Si 28.366 -5.988 -4.663 0.149 0.116 0.072
Si -24.722 0.165 23.686 0.089 0.034 -0.161
Si -29.173 -4.729 24.46 0.026 -0.09 -0.139
Si 30.257 -4.452 -2.768 -0.043 -0.045 0.235
Si -22.562 4.756 25.868 -0.026 0.052 -0.024
Si 31.056 -2.604 26.096 -0.022 0.034 -0.09
Si -26.959 2.379 23.641 0.157 0.12 -0.214
Si -31.986 -5.173 23.931 -0.085 -0.003 -0.206
Si 29.926 6.286 24.868 0.055 0.023 -0.182
Si -31.699 -1.273 24.72 -0.112 0.076 -0.098
Si 30.768 6.777 -2.591 -0.045 -0.04 0.054
Si 33.925 -1.347 5.462 -0.008 0 0.006
Si 36.646 1.364 5.417 -0.008 0.011 0.002
Si 33.929 4.047 5.456 0.012 -0.004 0.005
Si -28.646 6.795 5.439 -0.011 -0.008 -0.012
Si 34.015 9.478 5.466 0.011 -0.01 -0.004
Si -28.623 12.209 5.4 -0.008 -0.016 -0.007
Si -25.891 -1.418 5.355 0.016 -0.015 -0.016
Si -23.155 1.283 5.383 0.028 -0.018 -0.005
Si -25.924 4.028 5.427 -0.009 0.008 0.012
Si -23.187 6.761 5.439 0.005 0.014 0.017
Si -25.903 9.473 5.434 0.01 0.003 -0.003
Si 25.801 -4.051 5.592 0.003 0.013 0.008
Si 28.495 -1.31 5.553 -0.022 -0.009 0.003
Si 31.202 1.365 5.452 -0.004 0.003 -0.004
Si 28.53 4.043 5.541 0.021 -0.008 0.008
Si 31.251 6.746 5.536 -0.005 -0.019 -0.002
Si 28.478 -6.794 5.616 0 -0.007 0.027
Si 31.237 -4.034 5.561 -0.003 -0.005 0.019
Si 35.303 0.001 6.801 0.002 0.006 0
Si -27.273 2.691 6.8 -0.004 0.001 -0.003
Si -29.99 5.42 6.803 -0.004 0.01 0.002
Si -27.266 8.13 6.801 -0.003 0.008 -0.006
Si -29.937 10.855 6.82 -0.003 -0.001 -0.004
Si -27.253 -2.751 6.754 -0.004 0.006 -0.008
Si -24.528 -0.069 6.74 0.013 -0.01 -0.01
Si -21.818 2.663 6.76 -0.007 0.008 -0.007
Si -24.559 5.4 6.779 0.002 -0.005 -0.008
Si 27.131 8.143 6.942 0 0.007 -0.006
Si 24.441 -5.432 6.93 -0.007 0.001 -0.008
Si 27.174 -2.7 6.924 0.008 0.007 0.001
Si 29.868 0.037 6.883 -0.004 0.008 -0.009
Si 32.579 2.692 6.829 0.003 -0.004 -0.003
Si 29.886 5.4 6.899 0.005 0.005 -0.002
Si 32.624 8.138 6.838 0.006 0.005 -0.005
Si 29.887 -5.431 6.905 0.006 0.007 -0.008
Si 32.605 -2.691 6.885 -0.002 0.002 0
Si 33.947 1.338 8.187 0 0.003 -0.003
Si -28.622 4.059 8.159 0.014 -0.003 -0.003
Si 33.955 6.765 8.197 0.002 -0.011 0
Si -28.597 9.493 8.181 0.007 0.011 0.002
Si 33.967 -4.105 8.185 -0.015 -0.004 -0.007
Si -28.609 -1.388 8.132 -0.008 -0.004 -0.01
Si -25.887 1.308 8.109 -0.009 0.005 -0.015
Si -23.175 4.04 8.115 0.003 0.006 -0.009
Si -25.906 6.763 8.149 -0.001 -0.002 0
Si 25.785 9.51 8.289 -0.003 -0.021 0.002
Si -25.906 -4.103 8.141 0.005 -0.006 -0.002
Si 25.821 -1.353 8.288 0.007 0.017 0.002
Si 28.508 1.352 8.269 0.001 -0.004 0.004
Si 31.241 4.033 8.235 -0.015 -0.006 0.002
Si 28.525 6.773 8.251 0.008 0.008 -0.008
Si 31.261 -6.823 8.209 -0.005 0.01 0
Si 28.525 -4.084 8.266 -0.012 0.001 -0.006
Si 31.228 -1.349 8.231 0.011 -0.002 -0.006
Si 32.602 -0.012 9.577 -0.011 0.005 -0.001
Si -29.97 2.701 9.533 -0.006 0.013 0.001
Si 32.602 5.408 9.567 -0.002 0.003 0
Si -29.962 8.13 9.538 -0.003 0.004 0.004
Si 32.609 -5.459 9.562 0.009 -0.007 0.004
Si -29.953 -2.741 9.528 0.011 -0.008 0.004
Si -27.245 -0.032 9.491 0.019 -0.004 -0.002
Si -24.535 2.68 9.473 0.005 -0.009 -0.002
Si -27.259 5.409 9.516 -0.004 0.006 0.001
Si 24.443 8.144 9.648 -0.008 0.012 0.005
Si -27.245 -5.462 9.525 -0.001 -0.01 0.006
Si 24.461 -2.723 9.635 0.006 0.014 -0.002
Si 27.175 -0.011 9.649 0.006 -0.009 0.009
Si 29.88 2.698 9.615 -0.002 0.001 0.005
Si 27.164 5.413 9.61 0.001 -0.001 -0.004
Si 29.897 8.141 9.58 0.007 -0.003 0.005
Si 27.171 -5.457 9.62 0.005 0.011 0.002
Si 29.889 -2.727 9.606 -0.002 0 -0.004
Si 33.963 -1.398 10.908 -0.012 0.003 -0.005
Si -28.599 1.326 10.867 0.001 -0.005 -0.007
Si -31.316 4.049 10.916 0.002 -0.006 0.001
Si -28.609 6.763 10.89 0.008 -0.001 0.005
Si -31.32 9.482 10.906 -0.006 -0.001 0.003
Si -28.605 -4.11 10.887 0.003 -0.002 0.003
Si -25.884 -1.385 10.853 0 -0.019 0.003
Si -23.163 1.338 10.834 0.016 -0.007 -0.003
Si -25.889 4.039 10.848 -0.002 0.006 -0.005
Si 25.814 6.771 10.985 0.001 0.001 -0.005
Si 23.088 -6.812 11.001 -0.004 -0.001 0
Si 25.817 -4.1 10.981 -0.007 -0.007 -0.005
Si 28.533 -1.39 10.987 -0.009 0.007 0.004
Si 31.242 1.326 10.954 -0.001 -0.003 0.001
Si 28.52 4.054 10.975 0.007 -0.008 0
Si 31.244 6.765 10.931 0 -0.007 -0.001
Si 28.542 9.49 10.956 0.005 -0.01 -0.003
Si 31.245 -4.116 10.941 -0.01 0.009 0.001
Si 35.333 -0.034 12.245 0.005 0.004 -0.004
Si -27.248 2.695 12.225 0.005 -0.001 0
Si -29.961 5.413 12.27 -0.002 0.006 -0.003
Si -27.252 8.126 12.237 -0.008 0.002 0
Si -29.963 10.843 12.251 0.002 -0.003 -0.002
Si -27.227 -2.751 12.22 0.005 0.012 0.001
Si -24.516 -0.018 12.198 0.004 0.01 -0.001
Si -21.79 2.7 12.174 -0.002 0.007 -0.007
Si -24.525 5.409 12.193 0.007 -0.005 -0.007
Si 27.19 8.129 12.325 0.005 0.003 -0.002
Si 24.46 -5.455 12.343 0.003 0 -0.009
Si 27.185 -2.765 12.344 -0.001 0.001 0.004
Si 29.895 -0.033 12.333 0.016 -0.001 0.004
Si 32.615 2.687 12.283 -0.008 0.007 -0.006
Si 29.893 5.414 12.31 -0.007 0.017 0.002
Si 32.605 8.123 12.279 0.002 0.002 -0.005
Si 29.899 -5.484 12.325 -0.003 0 0.006
Si 32.607 -2.76 12.286 0.006 -0.01 0.002
Si 33.982 1.319 13.622 0.001 -0.009 -0.002
Si -28.605 4.041 13.614 -0.005 0.007 0.003
Si -31.32 6.771 13.638 -0.012 0.001 0.001
Si -28.611 9.476 13.604 -0.009 0.005 0.01
Si 33.951 -4.147 13.63 -0.009 0.009 0.005
Si 36.694 -1.408 13.583 0.011 -0.016 0.002
Si -25.869 1.342 13.56 -0.004 -0.005 0.003
Si -23.141 4.06 13.527 0.001 -0.005 -0.008
Si -25.888 6.752 13.568 0.008 0.005 0.006
Si 25.826 -6.828 13.674 -0.01 0.009 -0.01
Si -25.867 -4.106 13.576 0.004 -0.009 0.002
Si -23.145 -1.369 13.55 0.008 -0.001 0.004
Si 28.526 1.319 13.692 -0.011 0.016 -0.001
Si 31.26 4.04 13.644 0.009 -0.015 -0.004
Si 28.546 6.767 13.687 0.005 -0.011 0.006
Si 31.257 9.454 13.675 0.009 -0.02 0.001
Si 28.533 -4.145 13.702 0 0 0.005
Si 31.253 -1.416 13.67 -0.019 0.014 0.008
Si 32.638 -0.047 14.987 0.006 0.002 0.004
Si 35.318 2.686 14.994 0 -0.006 0.001
Si 32.612 5.399 14.999 -0.001 0.005 0
Si -29.972 8.138 14.998 0 -0.001 0.004
Si 32.624 -5.522 15.032 0.005 0.008 0.004
Si 35.344 -2.792 14.936 0.005 0.001 -0.001
Si 38.055 -0.026 14.91 -0.001 0 0.003
Si -24.503 2.726 14.889 0.015 0.01 0.001
Si -27.251 5.416 14.959 -0.005 -0.004 0.002
Si -24.509 8.113 14.894 -0.004 0.002 0.001
Si -27.226 10.836 14.92 -0.001 0.01 0.006
Si -24.498 -2.73 14.912 0.001 0.004 0.004
Si 27.187 -0.075 15.048 -0.001 0 0.005
Si 29.9 2.694 15.011 0.008 0.005 0.011
Si 27.199 5.425 15.074 -0.002 0.006 0.01
Si 29.908 8.1 15.064 0.008 0.008 0.002
Si 27.162 -5.506 15.072 -0.004 -0.022 0
Si 29.913 -2.799 15.044 0.002 -0.006 0.013
Si -15.042 -1.433 0.33 0.031 -0.024 0.447
Si -12.702 1.611 0.042 0.204 -0.1 0.78
Si -14.801 3.956 0.043 -0.25 0.139 0.747
Si -11.988 6.546 -0.063 -0.17 0.106 0.771
Si -15.377 9.718 0.388 0.029 0.045 0.671
Si -13.008 12.546 -0.13 0.29 -0.021 0.656
Si -9.382 -1.642 0.143 -0.035 0.017 0.651
Si -6.561 1.025 -0.025 -0.101 0.064 0.71
Si -9.888 4.203 -0.068 0.238 -0.001 0.68
Si -7.058 7.204 -0.234 0.238 -0.305 0.696
Si -9.344 -6.906 0.043 -0.136 0.051 0.646
Si -23.454 12.333 -0.054 0.273 -0.097 0.722
Si -20.657 -1.115 -0.108 0.118 -0.231 0.75
Si -17.196 0.798 -0.128 -0.159 0.156 0.793
Si -20.868 4.562 0.041 0.007 -0.122 0.713
Si -17.915 7.061 0.228 0.078 -0.221 0.73
Si -20.088 9.227 0.302 -0.224 0.005 0.741
Si -17.611 -4.55 0.197 -0.021 0.256 0.663
Si -13.657 0.019 1.486 -0.001 -0.001 -0.046
Si -11.006 2.689 1.32 -0.006 0.009 -0.039
Si -13.594 5.479 1.335 0.027 -0.001 -0.031
Si -10.902 8.161 1.264 0.007 0.002 -0.043
Si -13.775 10.98 1.466 0.042 -0.001 -0.066
Si -11.087 13.469 1.174 -0.039 -0.03 -0.019
Si -8.139 -0.07 1.361 0.029 0 -0.039
Si -21.819 2.758 1.274 0.022 -0.014 -0.039
Si -8.143 5.438 1.036 -0.024 0.012 -0.016
Si -21.736 8.138 1.548 0.014 0 -0.047
Si -8.136 -5.409 1.329 0.008 0.016 -0.018
Si -21.788 -2.791 1.18 -0.004 -0.004 -0.091
Si -19.006 -0.053 1.212 0.008 0.02 -0.049
Si -16.36 2.627 1.213 -0.018 -0.006 -0.063
Si -19.156 5.461 1.396 0.019 -0.017 -0.085
Si -16.473 8.165 1.676 -0.023 -0.005 -0.047
Si -19.02 -5.595 1.709 0.009 0.003 -0.051
Si -16.5 -2.847 1.438 -0.009 -0.049 -0.048
Si -15.047 1.39 2.758 -0.014 0.01 0.029
Si -12.288 4.079 2.723 -0.001 0.006 0.023
Si -14.962 6.77 2.748 -0.002 -0.018 0.023
Si -12.294 9.524 2.628 0.019 0.007 -0.009
Si -15.086 -4.063 2.879 -0.034 -0.002 0.021
Si -12.226 -1.393 2.678 0.009 -0.034 0.017
Si -9.541 1.351 2.613 -0.002 -0.004 0.011
Si -6.778 4.082 2.479 -0.021 -0.004 -0.001
Si -9.469 6.78 2.561 0.019 -0.011 0.02
Si -6.671 -6.779 2.584 0.009 -0.031 0
Si -9.646 12.191 2.616 0.024 0.02 0.033
Si -23.114 -1.45 2.666 0.021 -0.012 0.029
Si -20.367 1.38 2.574 -0.019 -0.014 0.006
Si -17.752 3.988 2.599 0.032 0.02 0.003
Si -20.405 6.772 2.884 0.008 0.006 0.043
Si -17.727 -6.866 3.111 0.022 0.002 0.045
Si -20.488 -4.086 2.705 -0.039 0.034 0.001
Si -17.819 -1.414 2.724 0.006 0.021 0.008
Si -16.404 -0.033 4.05 0.005 0.014 -0.009
Si -13.646 2.726 4.087 0.014 0 0.009
Si -16.362 5.354 4.005 -0.036 -0.003 -0.021
Si -13.604 8.164 4.054 -0.008 0.031 -0.003
Si -16.333 -5.443 4.285 -0.003 0.011 0.01
Si -13.625 -2.686 4.089 -0.007 -0.001 -0.032
Si -10.856 -0.024 4.015 -0.009 -0.003 0
Si -8.142 2.741 3.913 0.019 0.002 0.011
Si -10.839 5.446 3.986 -0.004 0.01 -0.007
Si -8.096 8.157 3.921 -0.001 0 -0.012
Si -10.912 10.828 4.025 -0.007 0.008 0.002
Si -8.235 13.551 4 -0.011 0.002 -0.01
Si -21.755 -0.019 3.968 0 0.005 -0.033
Si -19.077 2.687 4.036 -0.013 -0.011 0.005
Si -21.848 5.371 4.092 -0.01 0.004 -0.025
Si -19.121 8.081 4.317 -0.013 0.002 0.027
Si -21.842 -5.43 4.09 0.02 -0.017 0.008
Si -19.146 -2.746 4.102 0.021 -0.032 0.018
Si -14.999 -1.34 16.282 0.009 -0.02 -0.001
Si -12.254 1.364 16.229 -0.005 -0.007 0
Si -14.97 4.076 16.243 -0.001 0 0.004
Si -12.236 6.793 16.19 -0.011 -0.007 -0.009
Si -14.97 9.535 16.19 0.004 0.001 0.003
Si -12.258 12.247 16.189 0.007 0.007 -0.013
Si -9.507 15.012 16.201 0 -0.001 0.003
Si -23.136 1.378 16.229 -0.001 0.01 -0.006
Si -9.526 4.069 16.246 0 0.003 -0.001
Si -23.134 6.753 16.226 -0.002 -0.001 -0.005
Si -9.507 9.533 16.248 0.001 0.016 -0.004
Si -23.091 -4.08 16.226 0.01 -0.008 -0.017
Si -20.386 -1.346 16.211 0 0.008 -0.006
Si -17.694 1.334 16.269 -0.014 -0.011 -0.004
Si -20.402 4.041 16.28 0.001 0.001 0.002
Si -17.696 6.763 16.222 -0.003 -0.003 0.002
Si -20.376 -6.797 16.185 0.006 0.01 -0.011
Si -17.637 -4.042 16.199 0.009 0.006 0.003
Si -13.653 0.065 17.608 0 0.001 0.015
Si -10.879 2.681 17.602 0.002 0 -0.002
Si -13.565 5.427 17.563 0.009 0.025 0.014
Si -10.928 8.176 17.556 0.003 0.003 -0.003
Si -13.636 10.912 17.554 -0.014 -0.006 0.003
Si -10.893 13.638 17.485 -0.013 -0.009 0.001
Si -8.168 0.043 17.605 -0.016 -0.001 -0.006
Si -21.763 2.668 17.635 0.013 -0.012 0.024
Si -8.175 5.443 17.594 0.007 -0.022 0.005
Si -21.694 8.097 17.495 0.019 0.006 -0.028
Si -8.087 -5.442 17.579 0.005 -0.012 -0.002
Si -21.743 -2.671 17.567 0.017 -0.008 0.019
Si -19.026 -0.059 17.64 0.002 -0.004 0.002
Si -16.352 2.727 17.604 0.02 0.005 0.003
Si -19.041 5.417 17.632 -0.008 -0.004 -0.009
Si -16.322 8.146 17.515 -0.004 -0.003 0.005
Si -18.999 -5.406 17.495 -0.033 -0.023 -0.009
Si -16.367 -2.688 17.673 -0.03 0.023 0.01
Si -15.042 1.404 19.019 0.004 -0.004 -0.021
Si -12.267 4.007 18.937 -0.017 -0.012 -0.016
Si -14.92 6.831 18.86 -0.003 0.023 -0.023
Si -12.296 9.55 18.899 0.016 -0.027 -0.027
Si -14.968 12.258 18.959 0.014 -0.005 -0.013
Si -12.249 14.987 18.847 0.014 -0.004 -0.041
Si -9.517 1.368 19.017 0 0.011 -0.008
Si -23.13 4.084 18.925 -0.013 -0.012 -0.032
Si -9.588 6.795 18.887 0.003 0.009 -0.018
Si -23.027 9.457 18.792 -0.009 0.002 -0.008
Si -9.482 -4.014 18.783 0.003 0.018 -0.045
Si -6.811 -1.31 18.952 0.006 -0.016 -0.018
Si -20.413 1.242 18.992 -0.019 0.007 -0.017
Si -17.694 4.055 19.004 -0.013 -0.002 0.002
Si -20.395 6.805 18.964 -0.011 0.003 -0.022
Si -17.705 9.503 18.833 0.002 0.007 -0.014
Si -20.265 -3.975 18.847 0.054 0.024 -0.038
Si -17.722 -1.361 19.141 -0.008 -0.021 -0.025
Si -16.366 0.066 20.472 -0.013 -0.01 0.064
Si -13.685 2.766 20.38 0.009 0.029 0.018
Si -16.261 5.481 20.225 0.01 0.005 0.042
Si -13.642 8.22 20.299 -0.037 -0.007 0.046
Si -16.36 10.833 20.201 -0.006 -0.004 0.066
Si -13.597 13.678 20.24 -0.01 0.012 0.056
Si -10.915 -0.034 20.277 -0.028 -0.003 0.052
Si -8.209 2.732 20.442 0.006 0.018 0.04
Si -10.891 5.372 20.234 0.03 0.005 0.041
Si -8.253 8.138 20.253 0.005 0.022 0.03
Si -10.857 -5.365 20.074 -0.006 0.001 0.044
Si -8.24 -2.651 20.246 -0.031 0.015 0.063
Si 43.493 -0.106 20.408 0.028 0.014 0.029
Si -19.081 2.642 20.323 -0.015 0.006 0.067
Si -21.802 5.477 20.294 0.004 0.016 0.035
Si -19.046 8.21 20.281 -0.01 -0.014 0.048
Si -21.647 10.911 19.981 0.008 -0.006 0.026
Si -19.073 -2.759 20.541 -0.024 -0.009 0.056
Si -14.668 15.242 21.632 -0.176 -0.086 -0.728
Si -12.479 1.143 21.542 0.11 0.131 -0.76
Si -14.746 4.452 21.7 -0.214 -0.346 -0.787
Si -12.457 6.565 21.438 0.049 0.208 -0.741
Si -15.279 9.335 21.62 0.284 0.053 -0.734
Si -11.957 -3.815 21.391 -0.03 0.041 -0.695
Si -9.812 -1.597 21.655 0.129 0.182 -0.745
Si 42.365 1.598 21.573 -0.198 -0.244 -0.742
Si -9.416 4.318 21.754 -0.108 -0.246 -0.714
Si -23.412 6.619 21.58 0.194 0.068 -0.689
Si -9.431 9.75 21.455 -0.184 -0.197 -0.661
Si -7.232 -4.261 21.57 0.344 0.183 -0.664
Si -20.921 -1.867 21.811 0.247 0.207 -0.72
Si -17.836 1.35 21.856 0.052 -0.028 -0.798
Si -20.685 3.846 21.516 0.165 0.15 -0.714
Si -17.384 7.07 21.483 -0.151 -0.016 -0.708
Si -20.225 9.863 21.473 -0.035 -0.188 -0.688
Si -17.846 11.853 21.675 0.003 0.32 -0.694
Si -24.785 2.337 -2.224 0.001 0.021 0.195
Si -13.407 -5.655 23.577 -0.065 -0.059 -0.117
Si -18.341 -6.22 -4.5 0.058 -0.012 -0.013
Si -15.999 5.937 -2.08 0.024 0.083 0.192
Si -22.764 6.281 -5.64 0.038 0.003 0
Si -21.718 2.444 -7.041 -0.041 -0.141 -0.063
Si -8.735 -3.14 -3.913 -0.154 -0.016 0.051
Si -8.569 2.224 -2.185 0.021 -0.096 0.187
Si -19.913 0.057 23.856 0.062 0.01 0.033
Si -21.55 8.065 23.471 0.006 0.055 -0.057
Si -14.676 -3.542 -4.664 -0.012 0.061 0.087
Si -9.617 -5.374 25.782 0.115 0.043 -0.077
Si -10.303 -2.334 -6.455 0.054 -0.02 -0.066
Si -10.042 0.588 -6.675 -0.066 0.028 -0.185
Si -17.983 5.23 -4.398 -0.042 0.092 0.197
Si -16.888 2.561 -5.459 0.112 0.014 0.109
Si -28.963 -4.378 -5.334 0.133 0.023 -0.086
Si -10.171 5.294 -5.402 0.111 0.081 0.017
Si -18.36 7.785 -6.203 0.031 0.122 0.024
Si -22.831 3.421 -4.382 0.097 -0.079 -0.074
Si -17.27 -2.503 -4.411 0.022 0.054 -0.014
Si -9.94 -5.843 -2.809 0.086 -0.032 0.026
Si -13.165 -6.879 -6.986 -0.144 0.045 -0.051
Si -12.639 -1.295 26.096 0.001 -0.054 -0.039
Si -12.622 0.696 -2.963 -0.068 -0.052 0.048
Si -19.747 -1.422 -3.123 -0.034 0.081 0.161
Si -11.283 -7.918 23.594 -0.022 0.099 -0.225
Si -20.114 3.841 -2.886 0.018 0.078 0.059
Si -14.952 -0.688 -4.358 0.018 -0.107 0.046
Si -10.69 2.419 23.848 0.076 0.104 -0.173
Si -3.578 -4.407 25.597 0.051 0.012 -0.028
Si -10.051 -0.531 -2.605 0.103 0.003 0.04
Si -16.375 3.245 24.02 0.023 0.095 -0.099
Si -17.055 -4.099 24.633 0.035 -0.076 -0.2
Si -29.092 0.293 -3.742 -0.11 -0.07 0.012
Si -21.39 2.228 25.055 -0.006 -0.082 -0.092
Si -26.236 -3.932 -6.887 -0.049 0.094 -0.103
Si -18.222 1.339 -3.105 0.06 -0.084 0.131
Si -12.212 -4.251 25.738 -0.061 0.049 -0.036
Si -14.2 2.706 -7.107 -0.124 -0.001 -0.094
Si -13.883 8.094 -1.918 0.014 0.004 0.038
Si -18.059 5.231 25.847 0.051 -0.071 0.033
Si -12.911 -5.456 -2.925 -0.092 0.03 0.332
Si -22.263 -2.423 -4.731 0.05 0.009 0.014
Si -8.428 0.194 23.862 -0.009 -0.029 -0.139
Si -15.454 -1.529 24.581 0.078 0.075 -0.197
Si -18.023 -4.24 -6.625 0.031 -0.065 0.024
Si -9.125 7.826 -4.357 -0.093 -0.006 0.018
Si -25.664 1.185 -7.183 -0.035 0.056 -0.085
Si -11.712 2.683 -5.122 -0.047 -0.037 -0.05
Si -16.224 -6.603 -6.224 -0.006 -0.022 0.01
Si -19.401 5.855 23.383 0.033 -0.031 -0.146
Si -16.218 1.002 25.83 -0.048 -0.019 -0.082
Si -23.338 -7.262 -4.514 -0.052 0.058 0.129
Si -14.997 -1.337 5.425 -0.005 -0.002 0.014
Si -12.24 1.339 5.368 -0.01 -0.002 0.001
Si -15.003 4.068 5.43 0.001 -0.008 0.005
Si -12.206 6.799 5.367 0.004 -0.011 -0.017
Si -14.926 9.481 5.5 0.001 -0.013 0.013
Si -12.251 -4.098 5.39 -0.002 -0.013 -0.002
Si -9.512 -1.372 5.39 0.006 -0.004 0.01
Si -6.789 1.376 5.325 -0.012 0.007 0.001
Si -9.486 4.075 5.334 0.006 -0.008 0.006
Si -6.785 6.79 5.332 0.007 0.01 0.005
Si -9.484 9.486 5.33 0.01 -0.011 -0.008
Si -23.206 -4.095 5.437 -0.005 0.021 0.002
Si -20.467 -1.352 5.428 -0.018 0.014 0
Si -17.734 1.335 5.415 0.002 -0.003 0.006
Si -20.452 4.023 5.414 0.014 0 0.005
Si -17.676 6.688 5.479 0.025 -0.01 0.006
Si -20.509 -6.795 5.501 -0.013 0.009 0.012
Si -17.761 -4.063 5.498 -0.005 0.008 0.01
Si -13.605 0.008 6.757 -0.002 0.002 -0.006
Si -10.859 2.713 6.702 0.002 -0.009 -0.008
Si -13.596 5.445 6.73 -0.015 0.009 -0.007
Si -10.845 8.152 6.725 0.014 -0.003 -0.007
Si -13.571 10.875 6.8 -0.007 -0.003 -0.002
Si -10.879 -2.734 6.739 -0.004 0.013 -0.003
Si -8.136 0.01 6.711 -0.004 -0.005 0
Si -5.443 2.719 6.731 -0.002 0.002 -0.008
Si -8.141 5.437 6.71 -0.003 0.007 0.002
Si -21.85 8.129 6.817 -0.008 0.01 -0.004
Si -24.553 -5.47 6.789 0.011 -0.015 0
Si -21.831 -2.726 6.774 -0.006 0 0
Si -19.089 -0.012 6.783 0.008 -0.006 -0.005
Si -16.355 2.691 6.769 0 0.002 -0.002
Si -19.083 5.362 6.799 -0.001 0.002 -0.008
Si -16.32 8.101 6.799 0.009 -0.008 0.002
Si -19.107 -5.451 6.828 -0.008 0.004 0
Si -16.35 -2.703 6.792 -0.011 -0.002 -0.001
Si -14.967 1.358 8.115 -0.001 0.007 0.006
Si -12.227 4.072 8.07 0.002 -0.006 -0.003
Si -14.939 6.772 8.14 0.002 0.016 0.004
Si -12.192 9.509 8.114 0.01 0.015 -0.001
Si -14.971 -4.084 8.118 -0.001 -0.003 -0.006
Si -12.241 -1.37 8.096 -0.008 -0.015 -0.002
Si -9.506 1.358 8.076 0.005 0.011 -0.004
Si -6.788 4.087 8.089 0.005 -0.007 0.005
Si -9.495 6.791 8.085 -0.007 0 0.004
Si -23.201 9.497 8.162 -0.008 -0.006 0.005
Si -9.497 -4.09 8.084 0 -0.007 -0.008
Si -23.181 -1.387 8.143 0.002 -0.012 -0.001
Si -20.449 1.337 8.137 0.001 -0.01 0.002
Si -17.707 4.033 8.147 -0.014 -0.012 0.004
Si -20.442 6.765 8.125 0.011 0.017 -0.006
Si -17.705 -6.835 8.123 -0.004 -0.004 -0.001
Si -20.468 -4.079 8.149 0.012 0.001 0
Si -17.712 -1.354 8.14 0.013 0.007 0.004
Si -16.331 0.002 9.472 -0.005 -0.002 0.001
Si -13.592 2.725 9.447 -0.016 -0.003 -0.007
Si -16.327 5.412 9.473 0.005 -0.007 0
Si -13.574 8.156 9.464 0.004 -0.004 0.003
Si -16.332 -5.458 9.459 0.006 0.003 0.005
Si -13.6 -2.722 9.461 -0.002 0.004 0.003
Si -10.868 -0.003 9.44 -0.003 0.001 -0.002
Si -8.151 2.723 9.441 -0.011 0.003 0.003
Si -10.868 5.434 9.434 0.001 0.01 -0.005
Si -24.551 8.129 9.509 -0.004 0.014 0.001
Si -10.843 -5.441 9.464 0 -0.007 0.003
Si -24.534 -2.75 9.496 0.006 0.007 -0.001
Si -21.808 -0.025 9.484 -0.008 0.005 0
Si -19.076 2.688 9.491 0.01 0.007 0.002
Si -21.81 5.406 9.472 0.004 -0.003 -0.001
Si -19.071 8.127 9.475 -0.005 -0.01 0.004
Si -21.816 -5.461 9.496 -0.011 0.001 -0.005
Si -19.077 -2.725 9.482 -0.008 -0.002 -0.005
Si -14.962 -1.359 10.812 -0.005 -0.004 0
Si -12.232 1.358 10.797 -0.002 0.001 0.001
Si -14.957 4.065 10.823 0.004 0.001 0.008
Si -12.219 6.79 10.81 0 0.003 0.002
Si -14.949 9.516 10.809 0.007 0 -0.001
Si -12.222 -4.08 10.804 0.006 -0.009 -0.006
Si -9.505 -1.357 10.806 -0.004 0 -0.001
Si -6.788 1.37 10.806 0.001 0.009 0
Si -9.508 4.085 10.799 -0.009 -0.005 0
Si -23.166 6.77 10.837 -0.012 0.011 -0.005
Si -25.894 -6.829 10.878 0.002 0.008 0.008
Si -23.167 -4.101 10.854 -0.01 -0.008 0.005
Si -20.434 -1.37 10.838 -0.002 0.006 0.002
Si -17.695 1.347 10.833 0.001 -0.004 0.007
Si -20.432 4.064 10.828 -0.002 -0.005 -0.003
Si -17.693 6.776 10.823 -0.002 0.015 0.004
Si -20.434 9.493 10.827 0.012 0.006 0.002
Si -17.697 -4.094 10.808 -0.002 -0.004 -0.001
Si -13.6 0.006 12.162 -0.005 -0.002 0.001
Si -10.875 2.726 12.15 0.002 0.007 -0.004
Si -13.595 5.439 12.164 -0.001 0.003 -0.005
Si -10.857 8.153 12.165 -0.002 0.001 0.001
Si -13.582 10.883 12.159 0.002 0.014 -0.002
Si -10.874 -2.713 12.167 -0.012 -0.013 -0.003
Si -8.144 0.007 12.167 -0.006 -0.001 -0.002
Si -5.432 2.736 12.168 -0.007 -0.011 -0.001
Si -8.141 5.445 12.157 0.001 0.008 -0.005
Si -21.792 8.127 12.186 -0.013 -0.007 0.002
Si -24.518 -5.466 12.212 0.003 -0.01 -0.008
Si -21.792 -2.732 12.19 0.003 -0.009 -0.005
Si -19.061 -0.007 12.18 0.005 0 0.002
Si -16.324 2.705 12.177 -0.007 0.001 -0.001
Si -19.057 5.415 12.181 -0.003 -0.006 -0.001
Si -16.319 8.151 12.153 0.005 0.003 -0.001
Si -19.055 -5.459 12.159 -0.008 -0.004 0.004
Si -16.331 -2.721 12.151 0.005 -0.001 0.002
Si -14.961 1.353 13.534 0.005 -0.007 0.005
Si -12.235 4.08 13.515 -0.009 -0.001 0.004
Si -14.967 6.792 13.514 0.002 0.009 0.008
Si -12.222 9.516 13.511 0.004 -0.008 0.004
Si -14.95 -4.063 13.494 0.001 -0.006 0.003
Si -12.249 -1.355 13.52 0.004 0.008 0.001
Si -9.515 1.376 13.508 -0.006 0.004 0.001
Si -6.788 4.099 13.531 -0.002 0 0.006
Si -9.493 6.8 13.524 0.009 -0.006 0.002
Si -23.151 -6.83 13.545 -0.013 0.02 0.001
Si -9.504 12.255 13.523 -0.003 0.004 -0.001
Si -6.773 -1.342 13.533 0.003 -0.007 0.006
Si -20.418 1.36 13.53 -0.004 0.007 -0.001
Si -17.691 4.053 13.534 0.011 -0.007 0.01
Si -20.42 6.77 13.537 0.005 0.01 0.01
Si -17.676 9.514 13.506 0 0.002 0.001
Si -20.404 -4.092 13.514 -0.002 -0.009 -0.003
Si -17.685 -1.361 13.515 -0.01 -0.004 0.001
Si -16.335 -0.004 14.888 0.002 0.004 0.014
Si -13.602 2.73 14.877 0.007 0.007 0.005
Si -16.326 5.421 14.87 -0.004 0.004 -0.002
Si -13.602 8.161 14.854 -0.003 -0.003 0
Si -16.308 -5.419 14.835 -0.001 0.005 -0.003
Si -13.634 -2.693 14.884 -0.016 -0.004 0.006
Si -10.889 0.022 14.854 -0.006 -0.002 0.005
Si -8.159 2.731 14.876 -0.008 -0.001 0.001
Si -10.861 5.432 14.864 0.002 0.004 -0.005
Si -8.149 8.169 14.894 0 -0.001 0.002
Si -10.866 10.884 14.869 -0.005 -0.009 0.006
Si -8.14 13.619 14.88 -0.002 0 0.004
Si -21.774 0.008 14.884 0.002 0.002 -0.001
Si -19.05 2.696 14.904 -0.003 -0.001 0.004
Si -21.768 5.387 14.896 -0.008 -0.004 0.009
Si -19.03 8.14 14.854 -0.004 0.012 0.006
Si -21.765 -5.453 14.858 0.013 -0.001 -0.003
Si -19.041 -2.72 14.86 -0.003 -0.012 0.003
O 2.622 1.459 26.042 0.148 -0.364 -0.071
O 9.724 -3.242 23.221 -0.249 0.066 0.291
O 4.238 2.34 22.663 -0.378 0.496 0.005
O 11.219 -2.954 25.39 -0.123 -0.34 0.206
O 3.691 -5.997 24.707 0.397 -0.19 -0.03
O 2.738 -3.635 25.079 -0.396 -0.025 -0.33
O -3.803 -2.031 -1.336 -0.386 -0.253 -0.013
O 5.401 0.113 -0.355 0.198 -0.098 -0.668
O -2.536 8.057 -3.384 0.193 0.476 -0.204
O -2.79 0.095 22.072 -0.272 0.197 0.271
O 8.157 -5.232 22.352 0.206 -0.208 0.318
O -5.525 2.675 22.215 0.092 -0.085 0.458
O 0.564 -0.265 -3.425 0.145 0.556 -0.765
O -4.62 -5.778 -0.98 0.192 0.429 0.032
O -4.744 -0.845 24.787 -0.476 0.313 -0.345
O -3.316 3.024 -3.611 -0.074 -0.04 -0.054
O 2.623 5.391 22.082 0.256 -0.203 0.216
O -4.61 -2.941 -4.925 0.119 0.455 -0.359
O 0.05 5.264 -0.196 0.343 0.084 -0.178
O 1.297 -1.431 23.314 -0.127 -0.262 0.123
O 3.692 2.01 -1.15 0.217 0.041 -0.246
O -3.901 4.483 23.175 0.492 0.42 0.156
O 4.204 -8.107 -4.885 0.469 0.106 -0.032
O -5.59 5.741 24.753 -0.232 -0.562 0.416
O 8.183 -8.019 -0.381 0.027 -0.081 -0.227
O 7.389 -0.993 22.917 0.814 -0.263 0.007
O -8.272 -2.697 -0.475 -0.273 -0.124 -0.165
O 5.094 -1.343 -4.603 0.473 -0.087 0.266
O 4.384 6.168 -6.52 -0.082 -0.512 -0.284
O 1.011 3.439 22.824 0.03 -0.307 0.062
O -0.534 -4.782 -5.037 -0.194 -0.439 0.563
O 6.234 1.14 23.777 -0.114 -0.099 -0.405
O 2.714 7.991 24.88 -0.381 -0.315 0.066
O 4.255 -6.332 -2.932 -0.432 -0.137 0.327
O 5.701 5.469 -0.278 -0.124 -0.344 -0.318
O -4.283 3.776 25.719 0.58 -0.14 -0.096
O -13.531 -4.673 24.876 -0.563 0.082 0.121
O -3.945 4.444 -1.358 -0.046 0.35 -0.068
O 1.674 6.603 -2.264 -0.658 -0.318 0.293
O 1.971 7.129 -5.795 -0.118 0.242 0.317
O -1.781 6.644 -1.263 -0.418 -0.405 -0.406
O -1.541 -3.392 -1.033 0.358 -0.194 -0.05
O 6.54 -3.161 -5.697 0.466 0.268 -0.23
O 6.475 -6.384 -1.46 0.344 -0.115 -0.554
O 10.356 -0.779 24.36 0.016 0.014 0.283
O -5.037 7.661 -3.874 0.02 0.181 -0.473
O -1.099 4.393 24.075 -0.331 -0.156 0.127
O -6.043 -5.702 24.063 0.046 0.009 -0.429
O -0.113 -2.408 25.229 0.026 -0.186 0.569
O 0.12 -5.411 -0.358 0.256 -0.149 -0.539
O 2.155 -1.369 25.975 0.037 0.312 0.303
O 1.999 -7.484 -3.558 -0.204 0.044 -0.066
O -0.847 -3.638 22.983 0.87 -0.072 0.214
O 4.383 7.049 23.015 0.223 0.256 -0.064
O -3.431 5.593 -3.648 0.182 -0.296 0.162
O -1.709 -1.218 -2.612 -0.277 -0.011 -0.2
O 5.438 -2.583 22.046 0.096 -0.181 0.596
O -2.673 -5.312 22.085 -0.171 -0.052 0.15
O -2.515 -7.256 -0.948 0.243 0.367 0.193
O -6.549 -2.503 -6.553 -0.536 0.355 0.098
O -4.152 -7.179 23.12 -0.146 -0.569 -0.04
O -5.973 1.726 -4.018 -0.148 -0.252 0.489
O 1.296 -6.281 25.91 -0.262 0.211 -0.361
O -1.663 6.713 23.101 -0.121 -0.071 0.11
O -5.9 -0.744 -4.667 0.233 0.098 0.545
O -2.522 2.582 -0.397 0 -0.069 -0.241
O -0.299 -2.234 -5.846 -0.492 0.208 0.012
O -4.828 -5.102 -3.511 0.066 -0.398 -0.366
O 4.011 -3.578 -5.318 -0.029 -0.115 0.576
O 5.411 7.873 25.186 0.156 -0.109 0.413
O 4.836 -4.371 -1.335 0.008 0.123 -0.167
O 1.924 -7.36 -0.974 0.531 -0.112 -0.005
O -2.715 -3.545 -3.276 0.588 -0.058 -0.011
O 2.788 0.227 22.099 0.132 -0.052 0.202
O 7.749 3.992 -1.018 0.189 0.04 0.015
O -5.305 1.444 25.947 -0.374 -0.065 -0.234
O 0.017 -8.075 22.007 -0.097 0.136 0.024
O 6.197 -6.712 23.285 -0.717 -0.292 0.025
O 9.736 1.736 -1.525 -0.192 0.082 -0.14
O 2.955 -2.816 -0.346 0.156 0.231 -0.702
O 9.818 1.263 -4.15 0.459 -0.131 -0.542
O 0.41 2.731 25.276 0.148 0.313 0.296
O 1.009 -1.613 -1.348 -0.598 0.166 -0.107
O -8.894 4.658 -6.156 0.042 0.127 0.17
O 8.029 -3.096 -3.46 0.123 -0.142 -0.033
O -2.438 -1.908 24.146 0.116 0.658 -0.171
O 6.257 -4.901 -3.644 -0.092 -0.164 -0.123
O 3.605 -4.359 22.722 -0.598 -0.303 -0.006
O 3.51 5.884 -4.039 0.13 -0.617 -0.023
O 5.318 -3.805 24.662 0.233 -0.111 -0.04
O 8.664 6.245 25.531 0.018 -0.138 -0.288
O -5.888 1.05 -6.592 0.411 0.137 -0.444
O -23.2 4.884 -4.958 -0.64 0.187 0.383
O 9.866 6.84 -1.631 0.058 -0.29 -0.167
O -18.826 -4.949 -5.391 -0.236 0.01 0.014
O 2.998 -1.225 -3.019 0.295 -0.27 0.343
O -22.032 5.664 -0.407 -0.177 -0.086 -0.275
O 3.838 5.698 25.245 0.293 -0.327 -0.42
O -9.571 -8.024 -5.839 0.124 0.334 -0.373
O -11.894 0.066 25.627 0.457 -0.024 -0.762
O 16.103 5.518 -3.411 0.257 0.05 -0.636
O -30.227 -1.725 25.12 0.199 0.006 0.264
O -8.468 -5.45 24.669 -0.3 -0.203 -0.247
O 14.713 6.763 23.306 -0.31 -0.196 -0.139
O -9.239 -1.79 -3.185 0.492 0.084 0.257
O -6.678 7.354 22.976 0.028 0.314 0.029
O 18.674 -5.805 22.237 0.197 0.132 0.559
O 16.812 3.914 -1.462 0.062 0.139 -0.153
O -11.905 -2.67 25.683 0.547 0.154 -0.066
O -8.307 5.456 22.171 -0.282 -0.037 0.15
O -0.736 0.857 -1.313 0.499 0.155 0.115
O 12.474 -3.408 -5.398 -0.376 -0.188 -0.265
O -10.128 -7.097 22.827 0.272 0.207 0.215
O 9.889 -7.1 -2.862 -0.568 0.204 -0.262
O -1.516 1.169 -3.812 0.164 -0.047 -0.153
O -17.694 1.302 -1.584 -0.237 0.563 -0.141
O -7.892 6.935 25.265 -0.479 0.203 -0.361
O -3.931 -5.979 25.525 0.476 -0.441 0.328
O 31.93 3.273 -6.484 -0.032 0.257 -0.1
O -7.121 -3.62 23.08 0.021 0.438 0.192
O -12.66 -4.742 22.5 0.068 0.143 0.206
O 21.737 3.92 25.294 -0.141 0.119 -0.115
O 25.7 -3.472 23.3 -0.342 0.481 -0.082
O 20.941 1.079 23.507 0.058 0.27 0.327
O 20.921 -4.476 -1.224 0.047 -0.29 -0.135
O 21.566 -4.498 25.662 0.608 0.178 -0.154
O 20.397 -2.712 -5.752 0.144 0.168 0.26
O -29.993 2.663 -0.535 0.251 -0.145 -0.596
O 13.726 8.154 -0.298 0.116 0.097 -0.139
O 13.6 -0.126 22.376 0.03 -0.01 0.222
O 24.426 -5.495 22.261 -0.115 -0.314 0.196
O 10.951 2.787 22.235 -0.009 0.149 0.376
O 14.788 -3.473 -1.478 -0.364 -0.299 -0.479
O -11.385 -5.482 -3.409 -0.053 0.092 -0.733
O 11.164 -0.019 -0.385 -0.096 0.099 -0.229
O 12.08 -6.592 -1.439 0.179 -0.007 -0.327
O 12.064 -2.152 23 0.137 -0.464 0.13
O 19.214 5.555 22.368 0.092 -0.056 0.207
O 13.048 -0.75 -5.874 0.29 0.139 0.375
O -13.567 5.523 22.016 -0.053 0.094 0.344
O 17.47 -2.068 23.227 0.294 -0.034 0.324
O 23.539 2.609 -3.313 0.134 -0.047 -0.212
O -25.121 -1.146 22.837 0.151 -0.348 0.11
O 12.973 4.142 23.194 0.296 0.333 -0.187
O 18.852 2.652 -0.36 -0.266 -0.182 -0.533
O 24.575 8.169 -0.431 -0.154 0.013 -0.563
O 22.887 -0.734 23.516 -0.089 -0.536 0.499
O 9.134 -2.575 -1.132 0.46 0.213 0.137
O 24.997 -2.093 -3.032 -0.386 0.485 -0.162
O -11.514 -0.448 -3.303 -0.077 -0.379 -0.408
O 17.824 3.829 23.678 -0.244 -0.053 0.04
O 15.933 -5.412 -5.187 -0.191 0.023 0.065
O -22.795 7.523 -4.575 -0.109 -0.242 0.535
O 20.638 -6.609 24.367 -0.22 -0.127 0.271
O 22.789 -6.357 -1.224 -0.352 -0.313 -0.278
O 21.843 5.38 -0.341 -0.185 -0.192 -0.66
O 11.514 7.442 -3.664 0.178 0.443 0.072
O -28.207 2.013 22.707 -0.462 0.006 0.313
O 6.226 -6.106 25.942 -0.001 0.323 0.067
O 12.273 4.502 -1.273 -0.417 0.407 -0.156
O 18.864 7.797 -3.431 -0.065 0.031 -0.641
O -22.329 2.365 -5.536 -0.242 -0.414 0.31
O 16.359 -8.107 -3.074 -0.249 0.033 -0.282
O 18.26 -1.338 -6.238 -0.446 0.092 0.057
O -12.926 -4.637 -1.518 0.235 -0.213 -0.08
O 23.369 -3.883 -1.983 -0.188 0.087 -0.024
O 22.876 1.275 -1.251 -0.03 0.018 0.611
O 30.716 6.536 23.462 -0.023 -0.093 0.15
O 15.453 7.163 25.768 -0.046 0.293 0.196
O -18.725 0.338 22.787 0.315 -0.228 0.244
O 15.185 -3.302 22.858 -0.043 0.358 0.125
O 16.381 -5.346 -0.497 -0.047 0.116 -0.092
O 16.454 2.984 -3.991 -0.136 -0.178 -0.547
O 16.756 -4.224 24.664 -0.083 -0.523 -0.174
O 17.976 -6.056 -3.714 -0.032 0.545 0.204
O 29.789 -2.37 25.115 0.158 -0.034 0.16
O 20.768 7.586 22.857 -0.266 0.223 0.182
O 28.352 -2.143 22.912 -0.113 -0.401 -0.028
O 6.567 2.792 -2.887 -0.066 0.173 0.322
O 24.834 0.305 22.239 0.242 -0.152 0.451
O 13.592 -5.328 22.305 0.089 -0.039 0.46
O 16.964 -6.344 26.214 -0.223 -0.253 -0.438
O 3.463 4.53 -1.896 0.641 -0.005 0.424
O -24.095 7.737 -0.4 0.189 -0.056 -0.193
O 11.748 -7.032 23.21 -0.399 -0.035 -0.003
O 13.636 5.382 25.321 0.131 0.003 0.504
O 9.198 3.591 -3.157 0.11 0.168 -0.437
O -30.066 -2.653 -0.38 0.189 0.115 -0.299
O 16.589 -7.881 22.331 0.23 0.005 0.602
O -30.738 -4.293 24.453 -0.054 0.414 0.448
O 13.734 2.67 -0.176 0.091 -0.201 -0.381
O -0.255 -7.819 -2.29 -0.041 0.462 -0.356
O 14.109 2.763 25.256 -0.084 0.02 0.14
O 12.499 5.039 -3.872 -0.314 -0.216 -0.68
O 10.054 -4.997 -1.27 -0.112 -0.332 -0.318
O -27.458 -4.357 -5.915 0.1 -0.071 0.21
O -31.162 5.929 -3.493 0.286 -0.083 0.072
O 26.732 1.512 -6.65 -0.178 0.105 0.256
O 13.096 7.968 25.012 0.224 0.162 0.539
O -29.844 -5.542 -6.054 0.005 -0.546 0.354
O 18.094 -7.139 -1.312 0.659 0.002 -0.038
O 26.598 -7.73 25.157 -0.253 0.145 0.125
O -29.016 -4.683 -3.755 -0.469 0.257 0.239
O 23.776 3.748 -1.008 0.181 0.398 -0.57
O -20.963 1.302 23.785 -0.395 0.233 -0.448
O 32.628 2.627 25.234 -0.37 0.33 0.264
O 22.927 -7.352 23.293 0.588 -0.323 0.276
O -18.699 -6.05 -2.957 0.03 -0.397 -0.065
O 27.883 1.394 -4.364 -0.367 0.087 0.39
O 19.011 2.848 -3.754 0.421 -0.077 0.648
O 22.175 -1.148 -1.049 -0.409 -0.342 -0.005
O 21.453 7.561 -3.817 0.748 0.228 0.24
O 1.017 -2.926 -3.705 -0.21 -0.467 0.103
O 15.433 1.341 23.545 0.555 -0.249 0.154
O 22.51 -1.331 -5.368 0.703 0.001 -0.112
O 17.687 -0.659 -0.968 0.345 -0.077 -0.146
O -31.373 -1.993 -3.654 0.097 -0.251 0.332
O 8.392 -4.873 -5.356 -0.022 -0.598 0.002
O 15.599 6.553 -1.125 0.422 -0.009 0.078
O 10.854 -0.477 -7.198 -0.053 0.296 0.011
O -30.955 -7.603 -0.647 -0.339 -0.205 -0.162
O 24.393 3.864 25.431 -0.006 0.097 -0.091
O 24.372 5.644 -7.155 0.546 0.195 -0.221
O 19.065 -4.904 25.594 -0.116 -0.166 0.467
O -19.053 -7.527 -5.136 -0.734 -0.058 0.477
O 17.399 0.766 -3.038 0.163 -0.265 -0.161
O 30.719 6.963 26.102 -0.102 0.336 -0.079
O 7.975 -7.699 24.844 0.185 0.284 0.308
O -10.9 -2.757 22.085 0.123 -0.095 0.323
O -12.593 7.254 -1.407 0.1 -0.097 -0.391
O 32.425 -2.182 25.369 0.164 -0.276 -0.17
O 26.728 6.787 -1.124 0.3 0.029 -0.226
O 23.076 3.482 23.139 -0.243 -0.217 0.013
O -15.166 -1.773 23.012 0.048 -0.19 0.001
O -6.554 3.773 -5.546 0.404 0.061 -0.112
O -12.276 2.057 -3.752 0.09 0.304 0.316
O 20.142 -7.973 -5.898 -0.076 0.315 0.361
O -28.635 -4.891 22.941 -0.22 -0.575 -0.022
O -28.787 2.071 -6.499 0.189 0.072 -0.662
O -9.492 3.233 -1.324 -0.414 -0.179 -0.058
O 8.566 -0.639 -2.995 0.312 0.491 0.442
O -27.286 6.201 -4.64 0.429 -0.158 0.425
O -30.383 0.285 -2.782 -0.197 0.344 0.101
O -14.013 -2.489 -0.47 0.234 -0.117 -0.318
O 5.816 -1.178 24.988 -0.272 0.189 -0.146
O 8.04 5.44 22.193 -0.033 0.074 0.162
O 22.463 -6.865 -5.516 -0.09 -0.107 -0.082
O -18.611 -4.236 -1.072 0.076 0.531 -0.34
O 26.897 2.32 22.208 -0.117 -0.019 0.49
O -11.739 -3.036 -6.649 -0.375 0.274 0.659
O 15.732 1.194 -1.044 -0.206 0.377 -0.16
O 26.888 -5.405 -4.498 -0.232 0.07 0.578
O -27.485 -7.708 -3.809 -0.307 -0.033 0.015
O 32.533 -5.857 25.176 -0.258 -0.513 -0.118
O 17.198 5.161 25.849 -0.026 0.191 0.09
O -15.296 4.687 -1.331 -0.136 -0.243 -0.19
O -29.58 -0.093 -5.234 -0.093 -0.388 0.078
O 15.525 -1.046 -2.265 0.056 0.03 -0.067
O 26.315 4.524 -5.729 0.062 -0.03 -0.143
O 14.346 3.647 -2.667 -0.031 -0.343 -0.128
O 29.172 6.562 -2.392 0.021 0.063 -0.29
O 9.944 -2.889 -6.215 0.397 0.137 0.064
O -26.221 -1.059 -1.259 0.097 -0.029 -0.536
O 14.977 -7.616 -6.288 0.403 -0.162 0.081
O 6.365 3.727 23.205 -0.02 0.023 0.319
O -26.58 -6.322 25.09 -0.141 0.263 -0.208
O -24.129 2.852 -3.606 -0.09 -0.026 -0.641
O 28.756 -1.846 -1.17 0.073 -0.55 -0.055
O 28.568 3.941 23.227 -0.202 0.574 0.311
O 31.532 5.44 -3.11 -0.387 -0.275 -0.089
O 30.034 -0.203 22.198 -0.034 0.098 0.22
O -25.352 -6.895 23.023 -0.282 -0.489 0.04
O -13.726 2.81 -0.388 0.213 0.242 -0.109
O 32.316 0.117 -3.461 -0.17 0.198 -0.267
O 31.694 -4.716 -3.43 0.414 0.04 0.298
O 27.082 0.002 -0.379 0.012 0.23 -0.235
O -16.761 5.385 -3.37 0.383 -0.299 0.144
O -28.08 7.837 25.654 -0.466 -0.08 0.445
O -15.323 4.137 23.195 0.264 0.427 0.246
O -28.133 6.74 23.292 0.217 0.409 0.13
O 28.496 -6.688 23.758 0.428 0.049 0.174
O -29.062 -6.051 25.395 -0.395 -0.229 0.289
O 30.38 2.021 -3.714 0.03 0.622 -0.099
O 22.278 6.878 -6.183 0.121 -0.351 0.315
O 28.258 -0.201 24.566 -0.297 0.297 -0.254
O -16.727 -6.451 -4.676 0.146 0.004 0.664
O 29.807 -2.995 -3.267 0.033 0.21 -0.396
O -21.181 -6.875 22.728 0.017 0.157 0.196
O -22.508 -6.29 -3.505 0.415 -0.259 -0.032
O -17.701 3.925 -5.277 -0.368 -0.091 -0.64
O 24.506 -2.177 -0.429 0.588 0.084 0.126
O -18.652 -2.535 -3.586 -0.057 -0.399 0.164
O 25.879 -3.102 -5.268 0.085 0.228 -0.561
O -31.507 3.35 22.996 0.431 -0.278 0.397
O -16.879 6.291 26.111 -0.021 0.372 -0.476
O -20.995 -3.542 25.812 -0.331 -0.115 -0.703
O -31.825 -1.531 -6.177 -0.496 0.396 0.331
O -28.883 -6.436 -1.782 0.279 -0.176 0.469
O -27.249 5.37 -0.58 0.126 0.027 -0.067
O -23.844 6.604 -6.806 0.209 0.277 -0.044
O 31.913 -6.379 -5.376 -0.054 -0.032 -0.337
O 25.961 -0.434 -4.953 -0.682 0.126 0.029
O 27.981 4.515 -1.243 -0.091 -0.383 -0.261
O -0.669 6.999 -6.576 -0.021 -0.108 -0.005
O -23.429 5.936 25.192 0.186 0.096 -0.255
O 30.399 -4.419 -1.164 -0.582 0.211 -0.032
O 29.752 -0.396 -3.085 -0.015 0.037 -0.212
O 26.59 7.267 22.835 0.306 0.188 -0.105
O -25.977 -7.457 -1.616 0.018 -0.279 0.02
O -22.34 1.324 26.013 -0.258 0.212 0.135
O -16.988 -7.911 -6.81 -0.06 -0.327 -0.28
O -31.824 -1.407 23.113 -0.438 0.048 -0.031
O 26.763 -5.117 24.971 0.07 -0.068 -0.078
O -10.784 7.811 24.99 0.199 -0.507 -0.12
O 32.551 -5.57 -0.295 -0.052 -0.042 -0.315
O -26.656 -5.439 -2.988 0.29 0.592 -0.06
O -22.928 7.445 22.906 -0.494 -0.147 0.361
O -32.196 7.641 -5.209 -0.12 -0.452 -0.546
O 32.273 -4.244 23.066 0.085 0.32 0.456
O -16.178 -3.655 -4.023 0.061 -0.538 0.715
O -29.559 7.381 -5.117 -0.239 -0.325 -0.473
O -31.999 -1.071 -1.27 -0.548 0.281 -0.165
O -27.085 -2.795 22.173 -0.106 -0.031 0.092
O 30.082 -5.394 22.275 -0.064 0.028 0.156
O -26.426 1.327 -5.76 0.072 -0.449 0.293
O 29.575 -7.761 -0.177 -0.17 -0.18 -0.49
O 28.609 3.922 -4.449 0.118 0.143 0.108
O 24.413 -5.309 -4.708 0.168 -0.133 0.254
O 29.552 2.262 -6.209 -0.312 -0.313 -0.341
O 28.913 -5.423 -6.078 0.017 -0.11 -0.197
O -20.74 -4.399 -2.746 0.181 0.397 -0.306
O -23.539 -1.533 -5.209 0.139 0.394 0.307
O 29.758 2.854 -0.298 0 -0.041 -0.266
O -19.96 4.432 22.865 0.06 -0.272 0.598
O 30.975 -3.947 -5.948 0.186 0.422 -0.085
O -17.151 2.383 22.9 -0.004 0.049 0.105
O 13.036 -1.565 -1.357 -0.107 -0.157 -0.485
O -27.855 -0.59 -3.191 0.038 -0.68 -0.024
O -24.363 -7.86 25.199 0.495 0.045 0.253
O -16.062 -0.373 -0.461 -0.227 0.192 -0.462
O -6.495 6.953 -1.761 0.526 -0.414 -0.326
O -10.936 6.145 -6.551 -0.19 -0.388 -0.222
O 23.016 1.598 24.969 0.22 -0.031 0.267
O -3.763 0.85 -5.083 0.276 -0.51 -0.356
O -29.891 0.048 22.126 -0.037 -0.14 0.581
O -25.488 3.539 -1.38 0.008 0.129 -0.496
O 1.388 3.254 -1.191 -0.545 -0.431 -0.347
O 32.59 8.016 22.294 0.013 -0.14 0.24
O -7.544 7.633 -4.156 0.17 -0.191 -0.472
O -15.588 2.263 25.037 0.526 0.104 0.26
O -23.596 1.707 -1.328 0.272 -0.172 -0.118
O 24.598 5.429 22.283 -0.008 0.27 0.096
O -12.875 2.719 -6.216 0.029 0.014 -0.19
O -26.143 3.645 23.035 0.153 0.122 0.321
O 18.06 6.964 -6.725 -0.09 0.023 0.362
O -27.858 -1.03 25.862 0.209 0.097 -0.366
O -20.076 -6.025 25.789 0.124 -0.129 -0.274
O -21.551 -3.018 -6.062 0.305 -0.36 0.129
O 6.794 6.706 -5.55 -0.11 0.608 0.174
O 4.795 2.809 25.161 -0.142 0.307 -0.069
O 31.446 7.07 -1.153 0.664 -0.011 -0.09
O -16.954 1.698 -4.077 0.275 -0.241 -0.024
O -20.59 -1.311 23.325 0.095 -0.236 0.559
O 0.849 4.927 -6.457 -0.082 -0.035 0.558
O -31.266 -6.325 23.051 0.32 -0.084 0.431
O -24.21 -5.295 25.07 0.019 0.452 -0.41
O -28.946 7.255 -1.424 0.107 -0.23 -0.296
O 26.961 5.638 -3.442 -0.85 0.38 -0.124
O -25.98 6.469 24.734 0.107 -0.448 -0.173
O -14.149 0.264 -3.326 -0.205 0.274 0.1
O -23.563 1.018 22.955 0.115 -0.067 0.384
O -12.397 0.927 -1.388 0.047 -0.083 -0.154
O -10.969 -4.973 25.005 -0.059 -0.078 -0.466
O -23.036 -4.677 -1.467 -0.269 -0.127 -0.341
O -24.995 -4.948 -6.675 0.116 0.043 0.085
O -21.8 0.014 -0.457 0.129 0.115 -0.559
O -20.097 4.057 -1.292 0.219 -0.309 -0.083
O 19.23 3.558 26.035 0.075 -0.176 0.28
O -24.211 -0.294 25.136 -0.557 -0.145 0.201
O 30.502 7.811 -6.086 0.157 -0.082 -0.411
O -18.018 6.434 -5.432 0.32 -0.094 0.092
O -28.027 0.903 -1.097 0.166 0.012 -0.295
O 4.627 -1.8 -7.141 0.422 -0.154 -0.508
O 25.954 -4.043 -1.43 0.22 -0.084 -0.414
O -7.302 1.73 -1.296 0.168 0.256 -0.255
O 3.201 0.53 -4.961 -0.599 -0.258 -0.195
O -14.631 -6.756 -6.321 0.293 0.078 0.062
O 15.104 0.383 26.085 -0.193 0.316 0.192
O 8.095 0.07 25.295 -0.168 -0.033 0.851
O 9.255 1.339 23.385 -0.09 -0.03 -0.016
O 31.079 8.032 -3.571 0.106 0.316 0.266
O 31.224 1.057 -1.376 0.38 -0.219 -0.222
O -19.234 5.889 24.969 -0.643 0.345 0.18
O -15.438 2.924 -6.08 0.194 0.357 0.395
O -19.06 -5.491 22.091 0.1 -0.149 0.195
O -25.985 5.124 -6.663 0.196 -0.266 -0.065
O 10.52 8.147 25.36 -0.096 -0.04 0.267
O -8.274 -8.038 -0.48 -0.256 -0.259 -0.006
O 19.912 5.382 -3.44 -0.179 -0.117 0.162
O -14.805 -6.181 22.968 -0.087 0.153 0.626
O -21.157 -1.577 -3.908 0.103 0.214 -0.087
O 6.753 -1.749 -1.479 -0.141 -0.322 -0.417
O -22.056 3.671 24.76 -0.259 0.024 -0.403
O -12.232 -7.98 -6.276 -0.267 -0.237 0.575
O -24.678 -0.071 -7.06 0.533 0.051 -0.206
O -11.755 1.775 22.837 -0.014 0.19 0.15
O 2.417 2.789 -6.092 0.267 -0.204 -0.069
O 29.708 2.037 24.809 0.277 -0.238 -0.094
O -20.123 2.631 -7.006 0.191 0.066 0.584
O -20.023 -1.578 -1.536 0.093 -0.305 -0.099
O -10.159 -0.818 -1.023 -0.144 0.381 0.086
O -27.419 8.139 -6.388 0.315 0.103 -0.059
O 10.891 -5.358 -5.902 -0.007 -0.472 -0.102
O -8.276 -5.493 21.838 0.22 -0.144 0.239
O -21.9 2.833 21.925 -0.126 0.109 0.298
O 14.795 -2.668 -6.28 0.348 0.192 0.217
O -24.043 -5.113 21.902 0.131 -0.155 0.205
O 28.366 -7.594 -4.821 -0.064 -0.397 0.267
O -20.482 -6.184 -0.992 -0.402 -0.12 -0.469
O -30.674 -7.846 -3.142 -0.48 0.29 -0.297
O -17.971 6.189 22.722 0.11 -0.584 0.226
O -14.918 7.042 -2.582 0.177 0.118 -0.657
O -24.89 -7.232 -4.036 -0.066 0.032 -0.071
O -8.449 0.427 -6.447 -0.008 -0.533 0.826
O -27.574 2.727 25.07 -0.518 -0.388 -0.019
O -9.334 0.921 -2.764 -0.302 0.058 -0.607
O -17.563 -2.786 -6.005 -0.142 0.482 -0.345
O -21.601 -7.999 25.051 -0.404 0.009 0.16
O 10.303 1.461 25.893 0.014 -0.336 0.241
O -16.5 -1.108 -4.043 -0.403 0.308 0.367
O -16.327 -2.756 25.111 -0.214 0.109 0.769
O 11.633 3.649 25.363 -0.123 0.036 -0.228
O -24.558 -2.822 -0.383 -0.111 0.165 -0.277
O -0.266 6.573 25.387 0.081 0.438 -0.118
O 17.881 1.223 -5.523 -0.236 0.019 -0.191
O 20.355 -4.186 23.35 -0.076 0.404 0.288
O 18.88 4.582 -5.734 -0.081 -0.284 -0.155
O -9.178 -0.977 23.025 0.121 -0.316 0.185
O -12.569 -6.995 23.88 -0.146 -0.293 0.211
O 20.338 7.105 -1.452 -0.102 0.402 -0.195
O -10.938 5.377 -0.558 0.334 -0.121 -0.441
O -11.476 2.625 25.259 -0.037 0.445 0.021
O -7.135 -3.009 -4.077 0.374 -0.391 0.159
O 22.619 1.38 -5.388 0.44 -0.179 -0.738
O 28.382 6.24 -5.606 0.402 -0.109 -0.051
O -21.267 6.072 -6.262 0.312 -0.28 0.321
O -19.399 5.097 -3.619 -0.297 0.725 -0.225
O -16.419 -5.273 25.559 0.056 -0.44 -0.123
O -25.779 -2.426 -6.499 -0.422 0.422 0.041
O -4.387 -3.562 24.465 -0.451 -0.247 -0.197
O 28.693 -2.922 -6.941 -0.571 -0.07 0.088
O 18.158 -4.036 -5.474 0.168 -0.019 0.104
O 13.178 6.837 -5.628 -0.19 -0.39 -0.106
O 9.032 3.724 26.021 -0.414 -0.286 -0.376
O -28.125 5.229 25.55 -0.308 0.05 -0.103
O -32.22 3.566 -4.059 -0.073 -0.294 0.114
O -16.438 -5.573 -0.345 0.044 -0.142 -0.666
O 15.613 -1.884 25.015 0.193 0.105 -0.031
O -14.769 -3.622 -6.278 -0.164 -0.229 0.011
O -22.054 -3.042 22.07 0.143 -0.197 0.418
O 7.175 1.02 -4.627 -0.05 -0.199 -0.685
O -11.674 7.116 22.735 0.348 -0.196 0.205
O -9.008 -4.571 -3.196 0.129 -0.074 0.348
O -21.638 3.636 -3.327 -0.245 0.209 -0.002
O 20.318 0.183 -5.627 0.117 0.146 0.09
O 27.534 -5.722 -0.257 0.161 0.233 -0.715
O 9.029 6.962 -4.182 -0.003 -0.033 -0.439
O -19.035 8.127 -0.3 -0.18 -0.006 -0.35
O 22.515 -4.107 -5.797 0.006 -0.139 -0.012
O -6.937 -3.647 25.692 0.15 0.261 0.032
O -8.056 3.126 -3.427 -0.35 0.159 -0.618
O 19.2 -2.664 -0.308 -0.017 0.04 -0.235
O 14.019 7.109 -3.162 -0.407 0.208 0.114
O 7.255 5.264 -3.363 -0.177 0.467 0.323
O -29.887 5.217 22.175 -0.16 -0.222 0.177
O 27.541 -1.85 -3.525 0.241 -0.218 -0.207
O -12.341 -5.502 -6.897 0.343 0.084 0.471
O 2.594 2.622 -3.488 -0.425 0.036 -0.067
O -28.584 5.238 -6.738 0.027 0.06 0.053
O -9.541 -7.311 -3.351 0.039 -0.123 0.182
O 5.016 0.663 -3.107 0.244 -0.18 0.803
O -28.44 1.769 -3.911 0.096 0.534 0.405
O -19.485 -0.024 25.436 -0.207 -0.362 0.045
O -18.638 -4.023 24.877 -0.252 0.351 -0.456
O 27.435 1.923 25.961 -0.7 0.052 -0.145
O -14.628 -7.561 -0.671 -0.151 -0.383 0.25
O 8.386 4.667 -5.687 0.096 -0.553 0.294
O -13.561 0.042 22.091 -0.19 -0.158 0.202
O -10.105 3.768 23.143 -0.05 0.239 0.485
O -27.269 3.686 -4.985 0.092 0.085 0.477
O -16.343 -8.139 22.1 0.093 -0.043 0.24
O -19.063 0.006 -3.457 0.03 0.131 -0.314
O -17.425 4.05 24.942 -0.474 0.012 0.124
O 25.717 6.146 24.933 -0.5 0.275 0.039
O -31.891 -4.048 -5.218 0.317 -0.414 -0.074
O -16.947 -4.226 23.021 0.3 0.263 0.035
O 21.478 -0.469 25.684 0.03 -0.284 0.109
O 11.762 2.679 -3.057 0.094 -0.524 -0.408
O -9.479 -3.139 -5.34 0.145 -0.528 -0.088
O -10.65 -0.799 -6.132 -0.214 0.177 0.265
O -31.077 4.549 -6.159 -0.275 0.526 0.399
O 21.797 7.499 25.218 0.545 -0.146 0.038
O 11.532 -4.99 -3.419 0.028 0.51 -0.032
O 21.957 -5.355 -3.516 -0.559 -0.082 -0.252
O 1.966 -1.261 -6.786 0.005 0.026 0.393
O -9.784 6.336 -4.197 -0.01 -0.361 0.579
O -11.128 4.151 -4.81 -0.422 0.189 0.264
O -29.651 -2.923 -5.53 0.295 0.459 -0.131
O 16.731 2.496 25.6 0.177 -0.033 0.394
O -28.308 -3.511 25.072 0.458 -0.08 -0.271
O -19.978 2.512 25.822 0.11 0.549 -0.177
O -26.02 1.095 23.791 -0.241 -0.149 0.209
O -3.052 -4.91 -5.537 -0.307 0.053 -0.223
O -7.175 0.749 22.993 0.286 -0.27 0.316
O 9.585 7.193 23.235 0.501 0.232 0.112
O -7.925 -0.368 25.289 0.25 -0.198 0.11
O 27.16 -2.522 25.239 0.136 -0.032 0.437
O -9.971 -6.034 -1.198 -0.325 0.38 -0.19
O -16.361 -0.201 24.767 -0.641 0.231 -0.264
O -19.284 2.528 -3.25 -0.08 -0.006 -0.38
O 25.4 1.753 -1.412 0.099 0.266 -0.349
O 13.933 -2.213 -3.762 0.157 -0.095 -0.021
O -2.915 5.908 25.17 -0.148 0.188 0.171
O -31.806 0.232 25.272 0.021 0.099 -0.216
O -1.704 -7.045 -6.085 -0.037 -0.011 0.601
O -10.527 1.788 -5.735 0.434 0.099 0.086
O -14.091 -1.392 25.419 0.241 0.221 0.089
O -5.578 -8.025 25.173 0.236 0.046 0.396
O -22.894 -3.652 -3.884 -0.31 -0.088 -0.277
O -1.094 1.911 23.134 -0.025 -0.255 0.314
O 2.962 -5.921 -5.273 -0.315 -0.066 -0.305
O -16.826 -5.297 -6.986 -0.101 0.343 -0.368
O -17.721 1.707 -6.541 0.152 -0.755 0.235
O 29.224 -5.558 -3.356 -0.218 -0.619 0.263
O -24.477 5.475 22.086 0.146 -0.226 0.075
O -20.425 7.018 22.995 0.21 0.149 -0.281
O -1.991 -4.221 25.331 0.233 -0.291 0.224
O -31.85 4.304 -1.542 -0.193 0.219 -0.209
O -5.652 4.209 -3.19 -0.52 0.24 0.503
O -28.116 -4.057 -1.313 0.452 0.521 -0.078
O 21.645 0.072 -3.345 -0.139 -0.124 -0.015
O -3.188 7.138 -5.717 -0.353 -0.308 -0.277
O -2.032 2.655 -5.926 -0.034 0.346 0.029
O 17.949 -6.649 -6.276 -0.343 -0.067 -0.137
O -5.44 -0.067 -0.559 -0.067 -0.039 -0.41
O 28.328 -0.504 -6.1 0.369 -0.042 0.356
O 25.888 -5.141 -6.981 0.125 -0.083 -0.001
O -17.085 6.578 -1.077 -0.159 0.01 -0.298
O 1.612 -3.938 -6.162 0.141 -0.134 -0.123
O 20.366 0.792 -1.201 -0.215 -0.31 -0.408
O -6.476 -6.855 -2.559 -0.26 0.111 0.058
O 0.398 0.222 25.198 -0.367 0.108 -0.094
O -9.45 1.417 24.103 0.187 -0.163 0.502
O 4.108 6.993 -1.558 0.225 0.498 -0.358
O 11.875 -6.031 25.62 0.03 0.682 -0.392
O 19.064 -0.203 22.302 -0.062 0.097 0.326
O 1.57 -6.495 23.275 -0.307 0.63 0.199
O 28.397 6.783 24.729 0.036 0.232 0.25
O -31.289 1.871 -5.822 -0.223 -0.291 0.097
O -15.072 0.011 -5.808 0.016 0.403 0.123
O 31.166 3.641 23.315 -0.01 0.387 -0.518
O -25.873 1.191 -2.57 0.193 -0.099 -0.686
O -4.556 -1.9 22.495 -0.793 -0.339 0.14
O 29.875 4.709 25.268 0.187 -0.154 0.382
O 4.868 2.51 -4.913 0.4 0.602 -0.582
O -13.433 -6.991 -2.853 -0.178 -0.026 -0.65
O -6.629 -4.388 -1.559 -0.426 0.193 -0.717
O 32.075 1.297 22.944 0.305 -0.383 0.211
O -13.771 -4.696 -4.047 -0.054 -0.183 -0.314
O 8.773 -0.651 -5.674 -0.447 0.049 -0.089
O 23.71 3.876 -5.443 -0.098 0.42 0.191
O 21.283 3.561 -4.695 0.049 0.003 -0.084
O -14.093 -2.066 -4.35 0.487 0.019 -0.045
O 24.79 -3.595 25.798 -0.57 0.368 -0.27
O 13.349 -5.918 -5.067 -0.057 -0.334 0.464
O -23.209 -6.699 -6.013 0.33 0.057 -0.261

Results
total energy: -406623.162 eV
total energy less fixed offsets of O -438.25, Si -107.07 eV per atom: -10.362 eV
